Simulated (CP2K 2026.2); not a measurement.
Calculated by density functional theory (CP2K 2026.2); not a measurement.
Periodic cell of 2136 atoms, Si1432O704, from a study of silicon, its oxide and their interface. The atomic structure is a simulated model.
Doubt: the forces sum to 4.00 eV/angstrom along one axis rather than to zero, so they err by at least 0.0019 eV/angstrom per atom on average; the grid cutoff is modest.

Settings: functional PBE; method Gaussian and plane waves; basis set DZVP-MOLOPT-SR-GTH; pseudopotentials GTH-PBE; grid cutoff 300 Ry, relative cutoff 40 Ry; k points Gamma only; occupations fixed; spin none; net charge 0.

Cell vectors (angstrom)
a	32.664	0	0
b	0	32.664	0
c	-0.0875	0.1429	35.054

Atoms: element, x, y, z (angstrom)
Si	-0.753	1.004	0.046
Si	3.084	2.743	0.085
Si	0.078	5.662	-0.036
Si	3.363	8.149	0.072
Si	-0.169	10.863	0.027
Si	2.397	13.879	-0.034
Si	0.702	15.601	-0.033
Si	3.225	18.418	-1.012
Si	-0.273	21.977	0.035
Si	2.81	23.669	-0.492
Si	-0.401	26.803	-0.309
Si	3.345	29.514	-0.09
Si	5.248	0.429	0.101
Si	8.397	2.251	0.38
Si	5.722	6.065	0.201
Si	9.136	10.444	0.633
Si	7.393	11.598	-0.537
Si	7.628	14.536	-1.06
Si	5.381	16.375	0.042
Si	8.633	18.569	0.061
Si	4.592	21.09	-0.646
Si	7.608	24.427	-0.06
Si	5.085	27.794	0.041
Si	8.203	29.851	-0.126
Si	10.656	0.075	0.359
Si	13.944	2.045	0.292
Si	10.523	6.51	-0.102
Si	13.057	8.931	0.181
Si	11.42	10.707	0.126
Si	13.665	13.558	0.126
Si	10.448	16.808	0.014
Si	13.721	19.68	-0.374
Si	11.241	21.59	-0.249
Si	13.574	24.625	0.349
Si	10.624	28.019	-0.584
Si	15.338	29.771	-0.806
Si	15.13	0.133	1.101
Si	18.145	2.905	0.211
Si	16.431	4.582	0.043
Si	18.605	7.896	-0.643
Si	15.922	11.425	0.103
Si	18.641	13.917	0.193
Si	16.618	16.23	0.167
Si	19.232	18.932	0.421
Si	17.183	21.228	-0.289
Si	19.104	24.637	0.02
Si	16.502	26.499	-0.451
Si	17.363	28.677	-0.545
Si	21.063	-0.567	-0.082
Si	23.917	2.85	-0.088
Si	21.363	4.826	-0.328
Si	23.974	8.504	-0.076
Si	21.888	10.851	-0.066
Si	24.512	13.355	0.102
Si	21.34	16.718	0.042
Si	24.087	19.286	-0.086
Si	21.912	21.41	0.353
Si	25.108	23.908	0.315
Si	22.017	27.221	-0.102
Si	24.829	29.713	0.263
Si	27.516	-0.267	0.084
Si	30.064	2.764	0.328
Si	28.365	4.566	-0.245
Si	30.302	7.678	-0.271
Si	26.815	11.24	-0.034
Si	30.332	13.151	-0.108
Si	27.263	16.22	-0.038
Si	29.657	19.195	-0.287
Si	26.668	22.136	0.278
Si	30.047	24.107	0.215
Si	26.762	27.194	-0.033
Si	29.923	30.38	0.207
Si	1.331	1.574	1.238
Si	4.387	4.292	1.31
Si	1.605	6.939	1.286
Si	4.444	9.796	1.503
Si	1.425	12.145	1.259
Si	4.032	14.938	1.323
Si	1.465	17.48	1.282
Si	4.787	21.058	1.604
Si	1.42	23.015	1.3
Si	4.117	25.975	1.192
Si	1.458	28.761	1.221
Si	4.131	31.339	1.227
Si	6.757	1.3	1.662
Si	9.401	4.084	1.418
Si	7.094	7.088	1.754
Si	9.076	8.136	0.939
Si	6.135	11.636	1.44
Si	9.464	15.172	1.367
Si	6.875	17.675	1.372
Si	9.644	20.407	1.182
Si	6.479	22.934	1.51
Si	9.207	25.772	1.291
Si	6.811	28.65	1.353
Si	9.382	31.213	1.475
Si	12.119	1.41	1.562
Si	14.854	3.824	1.56
Si	12.303	6.97	1.317
Si	14.896	9.715	1.357
Si	12.249	12.367	1.513
Si	14.912	15.106	1.372
Si	12.08	17.673	1.456
Si	15.271	20.581	1.084
Si	12.21	23.072	1.353
Si	15.173	25.885	1.457
Si	12.602	29.08	1.591
Si	14.602	30.492	1.262
Si	17.29	1.131	1.571
Si	20.002	3.863	1.313
Si	17.461	6.567	0.963
Si	20.333	9.743	1.309
Si	17.5	12.405	1.522
Si	20.314	15.051	1.37
Si	17.738	17.642	1.612
Si	20.535	20.265	1.784
Si	17.966	22.969	1.196
Si	20.604	25.89	1.294
Si	18.21	29.097	1.576
Si	19.985	30.818	1.595
Si	22.816	0.998	1.025
Si	25.672	3.841	1.225
Si	22.919	6.96	1.312
Si	25.769	9.491	1.147
Si	23.059	12.202	1.453
Si	25.863	14.886	1.283
Si	23.065	17.69	1.32
Si	25.733	20.307	1.341
Si	23.18	23.078	1.384
Si	25.895	25.736	1.56
Si	23.214	28.515	1.451
Si	25.973	31.304	1.471
Si	28.571	1.375	1.462
Si	31.487	4.213	1.463
Si	28.755	6.555	1.105
Si	31.245	9.341	1.228
Si	28.573	12.212	1.214
Si	31.446	14.836	1.157
Si	28.579	17.694	1.23
Si	31.301	20.232	1.128
Si	28.504	22.973	1.483
Si	31.276	25.682	1.442
Si	28.887	28.658	1.435
Si	31.405	31.691	1.376
Si	0.13	2.832	2.803
Si	2.673	0.048	2.563
Si	0.069	8.153	2.64
Si	2.859	5.506	2.686
Si	0.043	13.5	2.651
Si	2.77	10.888	2.731
Si	0.049	18.932	2.53
Si	2.785	16.281	2.788
Si	0.124	24.426	2.7
Si	2.833	21.795	2.715
Si	0.137	30.168	2.623
Si	2.652	27.208	2.614
Si	5.487	2.845	2.829
Si	8.126	-0.085	2.914
Si	5.534	8.304	2.957
Si	8.175	5.407	2.93
Si	5.357	13.536	2.648
Si	8.074	10.964	2.71
Si	5.602	19.141	2.708
Si	8.124	16.365	2.858
Si	5.37	24.594	2.732
Si	8.231	21.783	2.614
Si	5.486	30.056	2.711
Si	8.089	27.23	2.754
Si	10.846	2.874	2.831
Si	13.602	0.242	2.945
Si	10.764	8.093	2.731
Si	13.559	5.448	2.656
Si	10.774	13.709	2.712
Si	13.579	10.981	2.858
Si	10.861	19.147	2.786
Si	13.504	16.348	2.763
Si	10.794	24.504	2.608
Si	13.755	21.781	2.596
Si	10.884	30.028	2.873
Si	13.703	27.272	2.716
Si	16.269	2.687	3.017
Si	18.903	-0.106	2.785
Si	16.267	8.123	2.469
Si	18.902	5.491	2.582
Si	16.175	13.746	2.864
Si	18.961	11.004	2.726
Si	16.265	19.09	2.68
Si	19.066	16.285	2.928
Si	16.506	24.354	2.634
Si	19.106	21.743	2.84
Si	16.316	29.877	2.799
Si	19.203	27.238	2.69
Si	21.605	2.538	2.496
Si	24.386	-0.031	2.581
Si	21.603	8.269	2.718
Si	24.402	5.455	2.473
Si	21.704	13.655	2.688
Si	24.472	10.795	2.688
Si	21.907	18.9	2.979
Si	24.494	16.296	2.603
Si	21.838	24.476	2.724
Si	24.494	21.703	2.803
Si	21.748	29.816	2.791
Si	24.515	27.136	2.839
Si	27.079	2.667	2.721
Si	29.943	0.07	2.853
Si	27.216	8.019	2.382
Si	30.013	5.476	2.745
Si	27.263	13.571	2.643
Si	29.872	10.75	2.568
Si	27.193	18.984	2.649
Si	30.047	16.296	2.494
Si	27.366	24.488	2.871
Si	29.984	21.584	2.652
Si	27.319	29.88	2.775
Si	30.116	27.224	2.793
Si	1.498	4.168	4.12
Si	4.048	1.399	4.019
Si	1.373	9.524	4.043
Si	4.133	6.844	4.141
Si	1.37	14.898	4.064
Si	4.064	12.261	4.135
Si	1.426	20.332	3.938
Si	4.161	17.742	4.033
Si	1.387	25.866	4.079
Si	4.038	23.238	4.133
Si	1.434	31.414	4.089
Si	4.076	28.6	3.981
Si	6.811	4.089	4.27
Si	9.528	1.384	4.146
Si	6.947	9.575	4.248
Si	9.583	6.749	4.242
Si	6.75	14.904	4.065
Si	9.417	12.339	4.073
Si	6.936	20.447	4.107
Si	9.508	17.764	4.155
Si	6.747	25.897	4.127
Si	9.522	23.152	4.039
Si	6.771	31.27	4.246
Si	9.525	28.555	4.114
Si	12.241	4.174	4.173
Si	14.894	1.457	4.417
Si	12.097	9.58	4.051
Si	14.928	6.84	3.979
Si	12.177	14.983	4.125
Si	14.91	12.311	4.221
Si	12.338	20.465	4.046
Si	14.889	17.747	4.069
Si	12.233	25.863	3.959
Si	15.037	23.132	4.035
Si	12.29	31.37	4.201
Si	15.034	28.504	4.191
Si	17.669	4.169	4.115
Si	20.334	1.299	4.033
Si	17.617	9.486	3.944
Si	20.276	6.816	3.99
Si	17.627	14.986	4.218
Si	20.349	12.316	4.083
Si	17.649	20.397	4.104
Si	20.44	17.621	4.254
Si	17.801	25.805	3.998
Si	20.475	23.135	4.126
Si	17.538	31.311	4.197
Si	20.457	28.494	4.21
Si	23.03	4.003	3.819
Si	25.733	1.3	4.039
Si	23.075	9.518	4.062
Si	25.814	6.77	3.862
Si	23.131	14.967	4.022
Si	25.873	12.195	3.988
Si	23.206	20.372	4.232
Si	25.852	17.631	4.017
Si	23.144	25.799	4.167
Si	25.913	23.092	4.114
Si	23.119	31.266	4.032
Si	25.921	28.534	4.114
Si	28.553	4.069	3.994
Si	31.352	1.462	4.113
Si	28.512	9.398	3.9
Si	31.377	6.83	4.07
Si	28.649	14.967	3.932
Si	31.276	12.146	3.953
Si	28.593	20.309	4.039
Si	31.351	17.628	3.954
Si	28.721	25.884	4.157
Si	31.367	23.029	3.988
Si	28.629	31.279	4.143
Si	31.469	28.689	4.021
Si	0.035	0.065	5.454
Si	2.767	2.74	5.478
Si	0.06	5.481	5.445
Si	2.733	8.198	5.455
Si	-0.008	10.874	5.385
Si	2.721	13.607	5.487
Si	0.015	16.296	5.377
Si	2.756	19.04	5.394
Si	0.071	21.697	5.356
Si	2.707	24.544	5.513
Si	0.067	27.264	5.426
Si	2.758	29.967	5.407
Si	5.396	0.045	5.469
Si	8.177	2.701	5.559
Si	5.454	5.492	5.551
Si	8.227	8.151	5.569
Si	5.49	10.939	5.503
Si	8.116	13.648	5.501
Si	5.452	16.338	5.425
Si	8.186	19.096	5.542
Si	5.473	21.822	5.4
Si	8.143	24.494	5.426
Si	5.392	27.266	5.459
Si	8.169	29.897	5.526
Si	10.895	0.048	5.541
Si	13.52	2.838	5.636
Si	10.909	5.446	5.607
Si	13.53	8.191	5.369
Si	10.796	10.958	5.444
Si	13.527	13.651	5.53
Si	10.868	16.378	5.488
Si	13.585	19.086	5.478
Si	10.925	21.813	5.401
Si	13.606	24.498	5.353
Si	10.896	27.178	5.429
Si	13.631	29.916	5.493
Si	16.259	-0.005	5.613
Si	19.027	2.726	5.407
Si	16.262	5.51	5.435
Si	18.961	8.176	5.382
Si	16.308	10.855	5.412
Si	19.004	13.604	5.508
Si	16.264	16.406	5.475
Si	19.032	19.051	5.482
Si	16.321	21.766	5.466
Si	19.11	24.498	5.462
Si	16.402	27.109	5.45
Si	19.003	29.908	5.453
Si	21.735	-0.04	5.389
Si	24.393	2.729	5.323
Si	21.705	5.398	5.258
Si	24.481	8.115	5.314
Si	21.731	10.916	5.396
Si	24.506	13.577	5.345
Si	21.818	16.253	5.515
Si	24.584	18.989	5.49
Si	21.801	21.755	5.5
Si	24.543	24.445	5.479
Si	21.805	27.152	5.548
Si	24.517	29.923	5.409
Si	27.184	-0.017	5.404
Si	29.932	2.775	5.424
Si	27.177	5.45	5.307
Si	29.932	8.167	5.353
Si	27.213	10.805	5.319
Si	29.957	13.568	5.315
Si	27.265	16.29	5.34
Si	29.984	18.966	5.366
Si	27.29	21.717	5.428
Si	30.066	24.439	5.416
Si	27.294	27.203	5.482
Si	30.041	29.942	5.448
Si	1.386	1.398	6.837
Si	4.103	4.096	6.867
Si	1.385	6.837	6.827
Si	4.105	9.553	6.822
Si	1.341	12.23	6.788
Si	4.083	14.999	6.815
Si	1.38	17.672	6.746
Si	4.106	20.433	6.759
Si	1.366	23.1	6.787
Si	4.082	25.894	6.858
Si	1.418	28.607	6.807
Si	4.081	31.314	6.829
Si	6.778	1.355	6.87
Si	9.523	4.073	6.918
Si	6.817	6.835	6.907
Si	9.535	9.575	6.882
Si	6.799	12.291	6.894
Si	9.503	15.011	6.844
Si	6.807	17.692	6.831
Si	9.58	20.462	6.83
Si	6.805	23.149	6.824
Si	9.515	25.843	6.802
Si	6.784	28.561	6.867
Si	9.52	31.303	6.859
Si	12.197	1.403	6.943
Si	14.951	4.177	6.887
Si	12.269	6.857	6.868
Si	14.906	9.532	6.768
Si	12.176	12.269	6.85
Si	14.925	15.016	6.838
Si	12.237	17.722	6.851
Si	14.957	20.424	6.839
Si	12.257	23.165	6.782
Si	14.964	25.811	6.779
Si	12.228	28.557	6.814
Si	14.92	31.269	6.921
Si	17.682	1.393	6.834
Si	20.397	4.085	6.736
Si	17.629	6.846	6.795
Si	20.362	9.529	6.727
Si	17.658	12.201	6.812
Si	20.404	14.936	6.845
Si	17.656	17.713	6.844
Si	20.403	20.409	6.831
Si	17.704	23.131	6.798
Si	20.434	25.814	6.883
Si	17.692	28.523	6.826
Si	20.393	31.274	6.78
Si	23.089	1.354	6.731
Si	25.812	4.08	6.672
Si	23.094	6.75	6.65
Si	25.829	9.487	6.695
Si	23.124	12.251	6.738
Si	25.879	14.939	6.705
Si	23.173	17.654	6.824
Si	25.94	20.373	6.816
Si	23.177	23.106	6.845
Si	25.914	25.831	6.809
Si	23.186	28.562	6.808
Si	25.866	31.285	6.783
Si	28.572	1.367	6.745
Si	31.321	4.12	6.777
Si	28.557	6.796	6.697
Si	31.284	9.526	6.743
Si	28.575	12.208	6.675
Si	31.303	14.932	6.723
Si	28.61	17.641	6.741
Si	31.346	20.362	6.727
Si	28.658	23.103	6.766
Si	31.381	25.854	6.775
Si	28.66	28.583	6.806
Si	31.364	31.33	6.809
Si	0.018	2.756	13.59
Si	2.764	0.022	13.678
Si	-0.059	8.227	13.568
Si	2.692	5.484	13.603
Si	-0.026	13.616	13.578
Si	2.652	10.91	13.614
Si	0.011	19.031	13.627
Si	2.691	16.347	13.629
Si	0.005	24.466	13.624
Si	2.75	21.72	13.628
Si	0.009	29.947	13.633
Si	2.751	27.212	13.722
Si	5.432	2.729	13.699
Si	8.097	0.02	13.716
Si	5.446	8.198	13.651
Si	8.139	5.463	13.708
Si	5.405	13.62	13.639
Si	8.161	10.901	13.656
Si	5.457	19.066	13.696
Si	8.156	16.34	13.661
Si	5.471	24.485	13.705
Si	8.195	21.771	13.73
Si	5.444	29.978	13.742
Si	8.176	27.221	13.687
Si	10.842	2.761	13.648
Si	13.558	-0.003	13.575
Si	10.903	8.202	13.711
Si	13.597	5.47	13.651
Si	10.899	13.613	13.664
Si	13.636	10.909	13.673
Si	10.878	19.058	13.677
Si	13.667	16.321	13.663
Si	10.891	24.482	13.731
Si	13.575	21.767	13.645
Si	10.868	29.934	13.69
Si	13.582	27.16	13.665
Si	16.323	2.715	13.595
Si	19.061	-0.038	13.557
Si	16.343	8.198	13.605
Si	19.068	5.417	13.512
Si	16.36	13.607	13.692
Si	19.048	10.89	13.608
Si	16.317	19.025	13.583
Si	19.076	16.268	13.598
Si	16.312	24.509	13.608
Si	19.052	21.776	13.555
Si	16.344	29.875	13.531
Si	19.046	27.223	13.544
Si	21.793	2.694	13.494
Si	24.548	0.017	13.528
Si	21.752	8.145	13.515
Si	24.503	5.435	13.478
Si	21.757	13.583	13.598
Si	24.484	10.875	13.536
Si	21.789	18.979	13.558
Si	24.445	16.313	13.546
Si	21.818	24.502	13.512
Si	24.536	21.745	13.567
Si	21.789	29.957	13.559
Si	24.536	27.23	13.534
Si	27.203	2.748	13.525
Si	29.978	0.008	13.57
Si	27.189	8.203	13.504
Si	29.931	5.493	13.536
Si	27.198	13.622	13.547
Si	29.909	10.917	13.531
Si	27.227	19.047	13.558
Si	29.909	16.329	13.565
Si	27.288	24.491	13.576
Si	29.972	21.794	13.602
Si	27.284	29.94	13.582
Si	29.967	27.224	13.614
Si	1.348	4.134	14.974
Si	4.106	1.373	15.101
Si	1.252	9.581	14.976
Si	4.053	6.833	14.966
Si	1.322	14.962	14.965
Si	4	12.268	14.975
Si	1.396	20.365	15.006
Si	4.042	17.707	15.014
Si	1.367	25.783	15.012
Si	4.122	23.041	15.007
Si	1.379	31.312	14.986
Si	4.081	28.624	15.111
Si	6.781	4.082	15.083
Si	9.453	1.436	15.015
Si	6.793	9.567	15.034
Si	9.509	6.843	15.05
Si	6.797	14.953	14.995
Si	9.542	12.236	15.021
Si	6.85	20.396	15.099
Si	9.52	17.691	15.038
Si	6.843	25.866	15.069
Si	9.564	23.108	15.137
Si	6.772	31.351	15.163
Si	9.517	28.576	15.072
Si	12.201	4.12	15.006
Si	14.907	1.355	14.91
Si	12.287	9.577	15.069
Si	14.988	6.848	14.969
Si	12.314	14.938	15.001
Si	15.012	12.227	15.065
Si	12.246	20.401	15.05
Si	15.034	17.683	15.037
Si	12.242	25.837	15.124
Si	14.942	23.15	14.958
Si	12.227	31.346	15.005
Si	15.019	28.518	14.923
Si	17.737	4.077	14.901
Si	20.439	1.345	14.869
Si	17.722	9.517	14.99
Si	20.424	6.75	14.869
Si	17.767	14.949	15.056
Si	20.393	12.245	14.998
Si	17.683	20.396	14.886
Si	20.453	17.602	14.945
Si	17.683	25.895	14.936
Si	20.427	23.179	14.851
Si	17.705	31.209	14.882
Si	20.39	28.594	14.892
Si	23.176	4.042	14.824
Si	25.889	1.376	14.918
Si	23.094	9.515	14.866
Si	25.831	6.824	14.83
Si	23.084	14.983	14.956
Si	25.822	12.272	14.885
Si	23.155	20.343	14.883
Si	25.801	17.698	14.864
Si	23.182	25.855	14.871
Si	25.916	23.126	14.905
Si	23.194	31.324	14.876
Si	25.885	28.578	14.91
Si	28.551	4.139	14.857
Si	31.331	1.383	14.928
Si	28.537	9.574	14.875
Si	31.239	6.888	14.925
Si	28.545	14.981	14.933
Si	31.232	12.286	14.915
Si	28.586	20.428	14.917
Si	31.247	17.686	14.941
Si	28.622	25.85	14.982
Si	31.317	23.128	15.03
Si	28.671	31.287	14.953
Si	31.302	28.594	14.997
Si	0.064	0.053	16.31
Si	2.727	2.798	16.367
Si	-0.04	5.544	16.256
Si	2.672	8.218	16.264
Si	-0.162	10.934	16.337
Si	2.649	13.605	16.373
Si	-0.117	16.27	16.28
Si	2.705	19.028	16.462
Si	0.03	21.714	16.349
Si	2.711	24.339	16.33
Si	-0.026	27.178	16.312
Si	2.636	29.969	16.46
Si	5.399	0.032	16.611
Si	8.131	2.732	16.511
Si	5.379	5.468	16.364
Si	8.188	8.242	16.414
Si	5.362	10.93	16.334
Si	8.159	13.576	16.354
Si	5.397	16.304	16.305
Si	8.198	19.017	16.492
Si	5.477	21.746	16.461
Si	8.174	24.493	16.469
Si	5.526	27.282	16.429
Si	8.232	30.001	16.45
Si	10.829	0.11	16.333
Si	13.582	2.739	16.304
Si	10.848	5.469	16.417
Si	13.682	8.211	16.393
Si	10.923	10.945	16.45
Si	13.626	13.569	16.425
Si	10.941	16.31	16.299
Si	13.632	19.033	16.378
Si	10.94	21.726	16.524
Si	13.648	24.438	16.458
Si	10.844	27.22	16.478
Si	13.683	29.918	16.205
Si	16.285	-0.091	16.126
Si	19.093	2.694	16.244
Si	16.396	5.465	16.237
Si	19.06	8.048	16.263
Si	16.443	10.902	16.421
Si	19.141	13.623	16.491
Si	16.457	16.358	16.41
Si	19.056	19.001	16.171
Si	16.331	21.772	16.223
Si	19.095	24.558	16.226
Si	16.343	27.2	16.389
Si	19.02	29.877	16.337
Si	21.837	0.019	16.213
Si	24.516	2.753	16.262
Si	21.807	5.365	16.16
Si	24.434	8.131	16.183
Si	21.726	10.803	16.282
Si	24.446	13.603	16.253
Si	21.744	16.274	16.444
Si	24.475	18.993	16.311
Si	21.767	21.753	16.118
Si	24.568	24.514	16.223
Si	21.8	27.239	16.165
Si	24.55	29.976	16.252
Si	27.295	0.004	16.235
Si	29.912	2.77	16.18
Si	27.228	5.547	16.208
Si	29.831	8.225	16.292
Si	27.22	10.968	16.23
Si	29.902	13.633	16.314
Si	27.134	16.361	16.213
Si	29.942	19.107	16.299
Si	27.212	21.741	16.304
Si	29.956	24.506	16.41
Si	27.219	27.219	16.293
Si	30.017	29.982	16.435
Si	1.322	1.49	17.698
Si	4.069	4.104	17.795
Si	1.345	6.877	17.624
Si	3.938	9.602	17.663
Si	1.154	12.314	17.708
Si	4.077	14.959	17.698
Si	1.214	17.572	17.643
Si	4.151	20.375	17.863
Si	1.392	22.968	17.796
Si	4.092	25.771	17.522
Si	1.252	28.508	17.738
Si	3.862	31.37	17.923
Si	6.872	1.355	18.021
Si	9.459	4.167	17.862
Si	6.725	6.881	17.649
Si	9.582	9.586	17.83
Si	6.716	12.269	17.703
Si	9.631	14.91	17.616
Si	6.741	17.588	17.714
Si	9.598	20.341	17.93
Si	6.808	23.143	17.851
Si	9.535	25.791	17.905
Si	6.902	28.692	17.861
Si	9.604	31.394	17.801
Si	12.154	1.484	17.711
Si	15.04	4.106	17.523
Si	12.254	6.86	17.695
Si	15.141	9.501	17.775
Si	12.277	12.255	17.91
Si	15.076	14.928	17.666
Si	12.264	17.627	17.715
Si	15.034	20.442	17.652
Si	12.385	23.038	17.908
Si	15.039	25.8	17.802
Si	12.325	28.665	17.617
Si	14.997	31.283	17.583
Si	17.635	1.249	17.404
Si	20.534	4.021	17.585
Si	17.759	6.698	17.7
Si	20.435	9.316	17.628
Si	17.831	12.223	17.86
Si	20.458	14.952	18.012
Si	17.903	17.739	17.758
Si	20.359	20.422	17.427
Si	17.719	23.149	17.491
Si	20.448	25.962	17.57
Si	17.644	28.551	17.834
Si	20.477	31.297	17.522
Si	23.158	1.374	17.627
Si	25.918	4.181	17.535
Si	23.128	6.69	17.536
Si	25.805	9.56	17.415
Si	23.038	12.249	17.577
Si	25.795	14.999	17.584
Si	23.116	17.673	17.752
Si	25.803	20.392	17.654
Si	23.182	23.063	17.405
Si	25.889	25.84	17.689
Si	23.123	28.599	17.517
Si	25.952	31.327	17.6
Si	28.664	1.37	17.575
Si	31.153	4.229	17.508
Si	28.454	6.928	17.695
Si	31.078	9.609	17.708
Si	28.532	12.328	17.691
Si	31.196	14.987	17.746
Si	28.432	17.809	17.517
Si	31.368	20.372	17.738
Si	28.578	23.064	17.694
Si	31.337	25.901	17.783
Si	28.528	28.587	17.683
Si	31.517	31.366	17.771
Si	-0.165	2.906	18.838
Si	2.575	0.321	19.316
Si	-0.064	8.272	18.878
Si	2.627	5.484	19.067
Si	-0.211	13.602	19.227
Si	2.543	10.951	19.012
Si	-0.071	18.854	19.132
Si	2.532	16.175	18.965
Si	0.104	24.468	19.073
Si	2.652	21.533	19.31
Si	-0.08	29.754	19.264
Si	2.686	27.032	18.856
Si	5.466	2.821	19.28
Si	8.354	-0.049	19.432
Si	5.303	8.217	18.951
Si	8.008	5.581	19.103
Si	5.465	13.691	19.14
Si	8.06	10.914	19.079
Si	5.369	18.815	19.192
Si	8.224	16.22	18.888
Si	5.36	24.574	19.076
Si	8.219	21.827	19.226
Si	5.288	29.925	19.137
Si	8.2	27.226	19.294
Si	10.849	2.847	19.246
Si	13.282	-0.292	18.758
Si	11.093	8.312	19.189
Si	13.706	5.466	18.873
Si	10.8	13.639	19.252
Si	13.815	10.889	19.134
Si	11.067	18.922	19.265
Si	13.742	16.329	18.972
Si	11.013	24.4	19.241
Si	13.846	21.677	19.287
Si	11.573	30.572	18.828
Si	13.57	27.234	18.981
Si	16.287	2.571	18.756
Si	19.04	-0.021	18.753
Si	16.513	8.092	19.14
Si	19.12	5.23	18.988
Si	16.476	13.725	19.126
Si	19.18	10.644	19.084
Si	16.483	19.169	18.954
Si	19.241	16.565	19.395
Si	16.506	24.374	19.061
Si	19.005	21.72	18.795
Si	16.239	30.038	19.18
Si	19.143	27.171	19.145
Si	21.81	2.688	19.072
Si	24.623	0.059	18.899
Si	21.743	7.862	18.993
Si	24.552	5.481	18.934
Si	21.841	13.383	19.278
Si	24.453	10.862	18.751
Si	21.736	19.269	18.846
Si	24.439	16.188	19.08
Si	21.794	24.402	18.642
Si	24.383	21.756	18.92
Si	21.79	29.942	18.91
Si	24.529	27.359	18.911
Si	27.292	2.798	18.813
Si	30.134	0.151	18.995
Si	27.002	8.341	18.96
Si	29.844	5.542	18.98
Si	27.171	13.739	19
Si	29.686	10.933	19.201
Si	27.157	19.093	19.041
Si	29.704	16.445	18.849
Si	27.182	24.378	19.07
Si	30.054	21.802	19.066
Si	27.267	30.036	19.088
Si	29.849	27.263	19.103
Si	0.925	4.383	20.242
Si	4.248	1.371	20.644
Si	0.907	9.844	20.318
Si	4.166	6.686	20.321
Si	1.516	14.638	20.463
Si	3.789	12.49	20.244
Si	1.797	19.551	20.369
Si	3.538	17.78	20.249
Si	1.771	25.494	20.38
Si	3.713	24.023	20.701
Si	1.439	31.24	21.483
Si	4.411	27.966	20.059
Si	6.475	4.536	20.53
Si	9.95	1.198	20.725
Si	6.757	9.404	20.32
Si	8.795	7.031	20.75
Si	7.402	14.546	20.305
Si	8.946	12.668	20.352
Si	6.897	19.616	20.787
Si	9.373	17.645	20.339
Si	6.245	26.366	20.306
Si	9.722	22.939	20.615
Si	5.971	31.331	20.878
Si	10.349	27.294	21.491
Si	12.535	4.098	20.316
Si	14.698	1.773	20.334
Si	12.844	9.24	20.488
Si	14.93	6.848	20.291
Si	13.006	15.029	20.772
Si	14.916	12.517	20.387
Si	12.868	19.892	20.559
Si	15.107	17.764	20.138
Si	12.14	26.068	20.447
Si	15.706	22.668	20.488
Si	12.031	29.71	21.721
Si	14.746	28.63	20.428
Si	18.165	3.338	20.008
Si	19.971	1.603	20.13
Si	18.16	9.08	20.546
Si	20.243	6.655	20.495
Si	17.334	15.549	20.415
Si	20.939	11.418	20.406
Si	17.36	20.909	20.25
Si	20.805	18.187	20.657
Si	18.273	25.284	20.346
Si	20.475	23.048	19.939
Si	17.993	31.233	20.305
Si	20.209	28.924	20.36
Si	23.548	3.836	20.248
Si	25.827	1.64	20.171
Si	23.21	9.343	20.004
Si	25.439	7.24	20.298
Si	23.552	14.45	20.526
Si	25.744	12.273	20.089
Si	22.719	20.833	20.299
Si	25.892	17.535	20.299
Si	23.056	25.166	20.384
Si	25.506	23.189	20.323
Si	23.387	31.175	20.086
Si	25.562	28.929	20.299
Si	28.713	3.939	20.271
Si	31.092	1.878	20.386
Si	27.842	9.99	20.418
Si	31.501	6.697	20.155
Si	28.195	15.441	20.322
Si	31.249	12.019	20.586
Si	28.813	20.266	20.288
Si	30.797	17.861	20.327
Si	28.802	25.527	20.311
Si	31.196	23.413	20.438
Si	29.04	31.16	20.164
Si	30.504	29.21	20.31
Si	-17.963	-2.238	28.197
Si	13.732	-6.907	23.092
Si	-5.614	5.908	25.361
Si	6.973	20.307	32.921
Si	-10.593	2.662	23.661
Si	1.604	9.802	32.928
Si	-2.472	15.852	22.511
Si	7.33	4.037	28.009
Si	-2.142	17.722	32.238
Si	8.675	20.634	30.674
Si	-12.644	26.134	27.732
Si	19.913	14.874	28.142
Si	-7.822	-4.436	23.049
Si	9.689	-8.989	32.963
Si	7.681	10.462	31.943
Si	8.52	8.811	28.18
Si	1.093	9.028	23.291
Si	17.884	6.205	24.444
Si	6.537	12.19	24.201
Si	11.879	32.579	22.723
Si	12.33	6.983	27.767
Si	13.222	27.867	29.466
Si	-4.236	16.496	24.988
Si	8.985	34.957	26.223
Si	11.803	-0.864	32.684
Si	0.065	1.425	32.201
Si	0.911	-5.867	32.3
Si	3.292	6.742	29.573
Si	4.821	5.655	27.128
Si	7.976	5.234	23.036
Si	5.197	21.77	24.991
Si	19.51	22.932	23.787
Si	8.87	24.855	30.241
Si	-5.291	22.064	22.452
Si	4.09	30.551	23.109
Si	8.829	16.761	25.422
Si	17.052	-3.814	24.464
Si	16.585	2.834	22.392
Si	22.156	-9.843	30.689
Si	16.808	2.449	28.805
Si	14.861	4.4	30.034
Si	42.012	12.981	23.372
Si	11.867	23.243	26.91
Si	21.663	25.637	30.143
Si	3.851	16.917	23.227
Si	24.153	20.611	29.812
Si	31.023	22.973	31.022
Si	21.604	34.959	26.555
Si	23.445	-13.682	21.77
Si	3.662	-5.896	31.186
Si	28.935	4.08	29.234
Si	30.212	12.02	23.607
Si	23.998	6.656	25.306
Si	11.743	21.047	22.283
Si	13.985	16.124	30.686
Si	19.169	20.131	22.68
Si	19.093	23.73	26.643
Si	21.505	5.359	26.158
Si	27.193	27.266	29.188
Si	24.343	-1.344	26.178
Si	32.765	5.692	26.437
Si	26.368	-1.889	24.128
Si	37.945	19.321	23.396
Si	19.06	10.068	26.145
Si	21.732	-4.476	23.088
Si	39.063	19.032	30.45
Si	15.932	16.405	25.791
Si	30.444	16	27.025
Si	24.18	34.364	30.664
Si	26.003	25.39	32.796
Si	33.456	26.236	22.412
Si	12.429	-13.25	24.614
Si	7.986	2.908	32.54
Si	10.003	-1.573	26.815
Si	15.328	12.383	23.366
Si	9.666	12.524	30.657
Si	6.256	29.417	28.739
Si	10.368	10.71	25.026
Si	-2.628	23.956	28.203
Si	6.501	15.405	27.056
Si	3.08	34.777	23.533
Si	0.818	22.871	32.485
Si	14.52	34.641	26.599
Si	6.141	7.175	24.8
Si	-4.05	-2.281	26.064
Si	19.355	1.215	28.348
Si	8.966	17.874	30.223
Si	3.072	12.567	32.298
Si	-1.916	27.15	32.098
Si	5.467	10.494	21.962
Si	7.356	9.934	25.784
Si	17.59	18.113	24.053
Si	6.706	31.853	32.813
Si	1.058	37.484	29.288
Si	2.032	45.981	26.657
Si	17.743	-23.554	23.622
Si	12.591	11.454	29.933
Si	17.141	6.256	27.346
Si	13.915	15.203	23.726
Si	15.322	5.426	23.078
Si	11.857	16.486	25.461
Si	23.217	9.131	26.977
Si	14.254	37.501	27.264
Si	17.141	13.879	27.342
Si	21.1	33.562	30.934
Si	18.219	19.702	29.479
Si	24.493	1.466	27.595
Si	16.035	-9.052	26.472
Si	26.208	18.101	26.188
Si	38.651	-5.8	33.243
Si	12.888	20.633	27.483
Si	10.226	21.261	28.36
Si	12.447	15.721	33.208
Si	20.645	12.041	23.226
Si	30.457	17.983	29.129
Si	26.994	24.166	28.902
Si	28.929	24.739	32.376
Si	12.106	23.544	23.869
Si	20.354	-10.956	28.504
Si	23.519	7.061	32.291
Si	29.695	7.118	29.404
Si	31.08	7.38	23.051
Si	26.799	5.364	22.418
Si	12.302	5.718	23.073
Si	14.532	0.118	24.152
Si	22.85	15.123	32.991
Si	23.745	19.177	24.948
Si	35.167	18.271	27.342
Si	21.788	25.2	23.207
Si	26.777	1.029	32.301
Si	11.126	7.433	31.931
Si	21.744	14.8	22.916
Si	35.054	19.355	23.186
Si	29.105	15.053	32.771
Si	33.081	11.897	24.482
Si	42.82	4.516	24.926
Si	23.129	21.376	26.992
Si	25.291	23.476	26.503
Si	28.247	19.785	27.709
Si	17.581	26.372	29.278
Si	-6.783	8.502	31.064
Si	8.988	15.291	31.355
Si	0.794	16.011	26.08
Si	-15.258	10.282	32.781
Si	-4.795	12.029	28.171
Si	-4.852	8.579	25.884
Si	1.975	21.343	27.674
Si	0.743	17.313	32.462
Si	-3.261	26.305	24.879
Si	12.447	32.576	27.709
Si	7.672	27.533	30.841
Si	5.501	18.104	27.946
Si	1.614	-2.56	26.49
Si	12.242	8.816	23.395
Si	-4.033	8.36	31.987
Si	18.72	15.53	22.959
Si	-3.978	9.272	23.303
Si	-5.511	10.849	32.038
Si	7.414	13.777	29.396
Si	-0.853	35.563	29.745
Si	14.89	42.38	24.765
Si	6.904	38.168	32.546
Si	8.328	40.384	31.008
Si	8.805	15.789	22.631
Si	11.361	9.798	27.68
Si	16.796	1.113	31.585
Si	-1.432	29.331	27.272
Si	10.159	-5.399	29.317
Si	20.353	22.918	33.072
Si	21.963	14.548	25.941
Si	15.845	20.536	27.42
Si	2.223	21.831	24.7
Si	4.506	22.757	27.905
Si	14.599	13.787	28.985
Si	9.837	33.055	28.672
Si	25.058	16.09	31.146
Si	23.513	-5.768	32.241
Si	35.995	-4.91	22.997
Si	9.534	6.109	27.411
Si	14.659	-0.884	32.093
Si	18.061	13.245	24.619
Si	21.689	0.172	22.234
Si	11.827	26.003	33.306
Si	17.731	21.728	31.782
Si	19.282	34.06	33.163
Si	35.082	29.354	32.002
Si	20.47	39.233	32.367
Si	27.485	25.046	22.883
Si	24.573	4.136	32.22
Si	40.22	-1.025	24.875
Si	12.527	-5.14	25.205
Si	28.819	-0.815	30.773
Si	23.971	4.775	23.048
Si	16.217	9.02	30.373
Si	25.801	18.24	33.017
Si	33.176	21.149	30.277
Si	14.488	25.092	32.826
Si	33.464	18.143	29.748
Si	18.628	31.247	25.066
Si	15.499	19.951	24.343
Si	31.119	4.425	24.244
Si	17.641	-1.432	27.873
Si	35.169	4.138	25.634
Si	42.376	-4.68	26.383
Si	22.954	17.773	29.628
Si	32.14	8.099	28.066
Si	34.419	9.165	29.979
Si	36.96	4.505	31.341
Si	26.084	29.474	27.718
Si	24.27	29.982	32.378
Si	35.824	32.337	28.03
Si	18.661	7.041	29.809
Si	20.559	7.859	27.622
Si	1.618	2.435	28.058
Si	3.791	8.077	23.056
Si	-9.081	16.931	26.766
Si	4.45	14.332	24.886
Si	4.443	25.694	28.263
Si	-1.451	28.204	23.075
Si	14.337	29.932	25.228
Si	5.263	25.421	22.967
Si	8.443	51.574	27.393
Si	1.868	36.502	33.302
Si	12.316	10.073	32.586
Si	0.286	14.739	23.272
Si	15.008	3.318	32.812
Si	4.2	28.314	26.893
Si	-2.277	23.469	25.375
Si	6.916	24.176	28.069
Si	16.508	26.792	22.386
Si	0.556	31.447	31.051
Si	9.299	33.252	31.569
Si	4.705	32.693	25.297
Si	9.158	33.439	23.526
Si	30.715	-2.557	32.377
Si	19.893	-4.082	33.095
Si	5.429	11.886	30.72
Si	13.375	-3.31	32.026
Si	-4.95	32.906	22.365
Si	13.681	16.328	27.762
Si	14.735	17.609	33.13
Si	19.923	17.098	29.914
Si	19.021	26.082	31.583
Si	16.676	24.331	31.014
Si	13.87	39.819	30.496
Si	28.85	13.772	25.813
Si	30.646	-0.141	25.9
Si	29.177	2.073	24.623
Si	20.321	5.086	23.283
Si	21.634	11.452	25.749
Si	20.624	14.429	30.918
Si	27.227	13.759	30.682
Si	6.986	28.878	25.912
Si	6.095	35.029	30.262
Si	25.983	42.22	28.198
Si	13.676	25.62	27.434
Si	18.11	-4.313	27.364
Si	32.665	-1.916	24.131
Si	26.567	-2.87	30.47
Si	29.669	9.64	27.802
Si	21.498	30.898	32.117
Si	19.802	12.23	32.939
Si	35.468	12.035	29.481
Si	29.807	26.916	27.759
Si	27.099	21.415	30.166
Si	24.785	25.379	24.105
Si	16.393	22.843	23.489
Si	27.544	36.675	32.094
Si	27.175	3.054	26.788
Si	27.642	-11.851	33.045
Si	31.129	-0.846	28.809
Si	21.5	-1.811	24.723
Si	38.067	-0.668	30.034
Si	33.066	2.535	22.592
Si	42.064	24.783	22.9
Si	32.584	23.347	23.272
Si	27.746	21.783	25.38
Si	49.046	9.367	27.383
Si	17.401	32.87	23.036
Si	39.776	23.984	24.891
O	-3.521	-0.747	26.072
O	5.254	0.126	20.976
O	-5.977	4.399	35.104
O	-2.822	-0.274	29.625
O	2.4	1.064	28.324
O	-7.719	-5.671	24.093
O	6.771	5.976	34.089
O	2.577	8.799	33.745
O	1.202	9.132	31.511
O	3.804	2.036	22.077
O	7.781	8.286	20.994
O	10.477	21.745	21.494
O	-5.285	10.866	33.633
O	0.283	10.153	33.79
O	-1.718	27.204	33.714
O	-2.517	27.421	23.992
O	4.844	26.327	32.207
O	3.853	39.204	28.076
O	6.656	25.593	34.037
O	-4.638	15.633	33.831
O	-1.092	31.654	24.895
O	4.232	32.562	26.834
O	11.326	33.091	21.259
O	2.999	30.026	33.367
O	7.178	6.713	31.524
O	4.427	7.193	34.701
O	11.498	4.815	24.126
O	8.133	4.487	32.242
O	4.656	12.248	32.109
O	8.566	5.077	28.2
O	2.791	13.657	33.464
O	6.955	10.639	33.379
O	3.663	20.044	33.685
O	2.382	11.185	32.726
O	15.143	16.064	24.392
O	17.526	1.822	23.197
O	6.157	15.499	34.15
O	2.52	12.967	30.805
O	-2.22	29.049	21.942
O	7.03	30.111	24.86
O	5.514	30.601	22.285
O	8.858	31.66	25.833
O	5.126	17.758	23.808
O	7.237	29.352	27.451
O	6.005	32.886	33.821
O	0.666	26.238	33.817
O	7.135	30.579	33.742
O	15.223	24.268	31.683
O	6.343	-1.732	29.268
O	9.341	-3.457	34.157
O	0.056	2.26	28.536
O	11.451	0.492	28.859
O	7.32	13.122	33.627
O	8.32	14.537	35.41
O	7.343	20.215	29.817
O	11.471	-0.862	26.639
O	14.31	19.164	33.338
O	12.687	15.693	31.596
O	14.818	14.781	30.271
O	6.222	13.205	30.294
O	0.755	21.59	28.722
O	2.689	13.552	20.842
O	14.032	18.75	20.977
O	12.394	20.797	34.272
O	8.867	23.909	21.635
O	10.541	22.362	33.412
O	1.466	22.025	31.266
O	18.456	29.233	33.422
O	4.75	29.083	28.22
O	13.596	16.865	29.293
O	18.575	32.443	28.42
O	9.897	26.958	35.335
O	15.624	3.84	23.177
O	17.655	-0.491	21.593
O	4.998	-10.601	26.545
O	23.331	3.624	23.991
O	9.916	5.126	35.217
O	18.042	5.937	26.033
O	15.501	-3.358	24.28
O	17.468	8.794	33.426
O	11.002	16.314	33.661
O	14.109	-3.572	28.906
O	20.272	25.308	30.915
O	12.307	16.673	27.004
O	16.096	17.276	33.927
O	9.83	7.091	31.002
O	26.073	4.643	31.912
O	16.83	21.679	33.158
O	20.809	14.164	29.316
O	14.234	24.096	34.089
O	21.917	39.928	32.021
O	15.465	26.3	33.305
O	28.189	27.802	35.32
O	15.908	19.904	25.918
O	27.946	30.592	30.287
O	30.041	24.536	20.77
O	15.676	4.617	33.56
O	17.557	-1.186	26.265
O	18.117	-2.652	24.147
O	24.511	3.094	33.477
O	13.264	9.168	33.581
O	9.802	5.759	25.869
O	22.898	9.872	34.511
O	25.208	16.981	26.817
O	14.801	8.412	30.899
O	14.32	-2.221	31.251
O	22.57	4.007	34.789
O	18.184	20.123	34.633
O	16.728	7.804	27.249
O	13.588	16.692	33.806
O	24.393	9.487	28.006
O	24.829	29.884	26.787
O	22.894	20.584	34.651
O	20.155	18.031	34.653
O	19.633	27.03	32.727
O	20.707	21.983	34.322
O	26.287	27.87	27.959
O	20.881	28.498	34.378
O	19.076	30.065	20.729
O	11.774	28.875	35.224
O	32.824	-4.348	35.325
O	25.288	1.032	31.652
O	36.549	4.664	26.276
O	23.282	-4.356	22.648
O	28.363	4.891	33.183
O	33.504	5.015	33.833
O	27.481	8.981	24.346
O	36.927	5.898	30.529
O	21.174	11.685	33.633
O	19.98	13.1	31.583
O	28.434	9.938	31.531
O	30.1	18.106	30.716
O	26.912	19.386	33.01
O	31.276	9.448	27.768
O	36.522	22.702	34.168
O	34.734	18.1	32.927
O	36.182	28.402	31.258
O	25.721	30.308	31.744
O	25.904	17.407	31.624
O	30.395	28.676	31.659
O	26.855	28.185	30.493
O	26.454	22.426	26.099
O	41.097	23.692	33.972
O	31.91	33.53	33.481
O	-1.719	7.513	21.445
O	8.946	4.276	23.883
O	7.114	6.127	24.06
O	1.833	-5.47	23.23
O	6.879	14.097	27.919
O	-0.227	10.915	20.824
O	1.382	9.154	21.701
O	1.47	-0.151	20.478
O	4.486	11.68	21.459
O	6.549	11.194	22.932
O	5.898	4.763	27.924
O	13.582	2.899	20.71
O	-1.123	22.887	24.42
O	-1.634	16.972	21.68
O	2.495	17.776	23.553
O	0.99	15.236	21.895
O	-1.149	37.592	25.74
O	-0.484	26.67	31.47
O	3.768	22.215	24.346
O	6.044	21.245	33.838
O	2.927	31.042	22.081
O	-2.82	35.536	20.823
O	8.268	27.901	25.608
O	-4.628	25.758	24.219
O	7.116	4.29	22.024
O	9.132	1.59	22.109
O	12.056	-1.695	22.717
O	13.588	8.881	24.304
O	13.871	2.65	33.762
O	7.907	8.272	29.56
O	11.035	9.537	24.161
O	10.287	7.524	20.392
O	5.82	0.866	29.745
O	3.848	15.435	23.852
O	7.488	15.207	21.838
O	12.43	10.361	28.75
O	6.449	19.587	22.338
O	8.084	21.178	32.087
O	5.93	23.001	28.662
O	3.888	19.764	22.665
O	6.07	25.567	28.207
O	15.815	23.501	24.859
O	5.971	24.978	24.335
O	10.935	24.347	23.122
O	-4.089	31.441	34.748
O	4.012	33.99	24.608
O	17.973	23.227	23.309
O	9.277	27.874	20.387
O	12.134	5.002	21.62
O	-2.187	1.306	25.219
O	12.335	-7.975	27.447
O	14.019	0.304	20.139
O	13.067	10.809	31.353
O	0.977	2.665	32.638
O	6.433	11.245	25.517
O	17.528	3.75	21.461
O	16.189	9.096	24.041
O	13.351	15.664	22.251
O	15.362	11.892	21.824
O	9.525	19.255	30.878
O	12.682	15.283	24.766
O	13.914	19.812	24.107
O	8.281	18.784	20.756
O	27.856	20.845	28.863
O	16.176	18.711	23.549
O	15.321	25.999	23.137
O	3.842	24.246	27.828
O	17.91	20.516	21.74
O	11.067	28.529	22.292
O	3.346	21.776	28.462
O	15.832	27.768	21.291
O	13.576	29.268	21.413
O	15.658	1.748	21.622
O	23.202	4.674	21.621
O	21.776	6.419	35.28
O	21.668	1.876	25
O	16.149	16.646	20.84
O	8.304	16.659	23.895
O	19.232	7.883	20.839
O	20.104	-7.643	26.557
O	9.729	14.537	23.113
O	22.186	10.389	20.797
O	20.112	11.471	21.828
O	28.195	9.157	21.772
O	16.495	15.103	26.532
O	21.673	13.202	22.79
O	10.301	16.123	25.478
O	21.456	11.036	24.183
O	13.749	13.593	20.731
O	12.325	19.922	26.139
O	20.085	19.159	21.762
O	17.343	27.649	23.448
O	19.502	20.36	28.732
O	20.346	33.393	21.502
O	17.857	24.998	31.929
O	21.473	29.321	24.204
O	15.914	-0.3	23.439
O	24.293	8.342	20.795
O	32.127	-5.512	22.245
O	28.497	1.222	23.403
O	33.459	15.627	24.512
O	26.709	-0.869	22.948
O	23.767	6.233	23.738
O	24.044	3.287	30.955
O	26.309	8.662	29.508
O	19.429	24.137	20.706
O	22.256	17.866	21.426
O	27.09	7.777	31.914
O	26.953	25.69	29.461
O	18.799	25.553	28.618
O	22.943	15.166	21.887
O	25.987	22.302	21.628
O	22.006	15.181	24.455
O	19.756	15.836	30.974
O	20.295	15.46	22.553
O	29.833	19.096	20.805
O	24.726	34.16	29.179
O	17.582	25.781	21.737
O	25.711	24.044	27.944
O	25.752	28.081	21.7
O	24.665	2.695	20.66
O	22.012	-7.421	21.61
O	32.562	5.574	20.712
O	38.168	4.728	32.377
O	37.015	11.551	29.566
O	20.725	6.323	27.179
O	28.083	2.161	25.802
O	33.909	3.503	21.58
O	26.767	11.191	20.855
O	28.863	20.684	34.127
O	23.605	8.167	25.724
O	34.465	6.13	29.803
O	28.383	20.599	26.298
O	28.297	21.067	21.601
O	37.166	9.498	22.785
O	28.404	14.596	31.401
O	28.412	23.86	28.158
O	27.21	21.362	23.901
O	29.222	16.555	23.588
O	23.837	22.768	26.554
O	33.664	30.025	20.5
O	28.801	31.999	21.572
O	43.944	30.164	20.374
O	27.877	37.215	21.535
O	9.514	-1.161	28.308
O	-7.15	-0.962	25.135
O	-0.945	1.881	31.008
O	13.206	1.185	27.087
O	-15.602	-5.149	28.294
O	-7.1	6.487	25.566
O	1.849	2.915	26.513
O	-6.071	8.94	26.852
O	-6.601	17.278	34.279
O	-10.458	12.958	25.886
O	17.136	1.544	30.091
O	9.251	12.261	21.919
O	5.723	6.653	26.255
O	-3.471	14.987	21.55
O	1.763	17.291	26.29
O	4.114	18.247	27.123
O	-5.142	30.076	27.223
O	1.853	22.16	26.259
O	6.377	25.962	21.911
O	2.007	20.233	24.475
O	-2.312	35.956	29.187
O	2.897	36.999	32.138
O	-3.069	26.074	31.702
O	6.786	34.899	31.706
O	14.966	-7.987	27.105
O	5.293	5.623	20.832
O	14.356	3.625	31.363
O	16.279	3.821	29.498
O	8.838	10.266	25.249
O	4.716	3.221	30.429
O	8.899	6.231	22.153
O	10.409	12.149	24.268
O	7.93	13.001	24.158
O	7.886	15.104	30.181
O	1.53	1.596	23.313
O	3.287	22.448	20.547
O	7.285	24.024	26.495
O	1.037	10.512	23.932
O	-0.61	18.223	28.949
O	-3.07	19.044	28.247
O	-1.177	11.669	24.537
O	11.448	14.636	20.431
O	9.169	28.037	30.384
O	-3.639	26.873	26.338
O	-5.811	23.007	30.02
O	-0.218	40.774	23.552
O	13.043	25.629	32.302
O	9.043	33.458	29.995
O	8.094	-0.262	32.216
O	10.802	6.804	33.381
O	0.292	5.071	27.9
O	10.275	3.228	25.896
O	11.62	-4.726	29.162
O	22.617	-0.715	21.279
O	8.81	7.533	27.26
O	14.955	-2.748	26.698
O	18.647	2.754	33.747
O	18.006	6.01	28.711
O	5.949	19.55	31.905
O	9.762	16.639	30.891
O	13.047	18.634	35.58
O	7.21	21.143	20.349
O	9.141	20.373	27.53
O	14.348	20.147	27.979
O	9.698	16.759	21.679
O	18.653	19.357	24.028
O	9.334	34.738	32.224
O	15.644	23.199	22.071
O	1.379	19.688	21.97
O	13.278	28.054	31.087
O	22.852	31.141	25.567
O	1.849	23.886	33.189
O	12.886	-5.691	23.729
O	9.604	-11.05	29.817
O	21.376	-0.767	23.496
O	18.732	-14.46	29.919
O	18.384	-2.868	28.029
O	16.003	13.266	28.333
O	14.43	13.693	23.577
O	21.184	3.854	26.628
O	9.925	9.589	28.428
O	15.66	0.025	31.285
O	22.034	14.6	31.702
O	23.351	13.965	34.004
O	19.667	7.479	33.432
O	21.71	23.098	32.219
O	18.406	14.306	28.241
O	15.7	1.904	27.739
O	19.719	7.964	28.996
O	19.457	12.651	24.107
O	18.262	17.066	23.031
O	20.629	24.091	23.492
O	24.038	20.777	28.201
O	31.964	16.308	26.595
O	30.393	25.051	25.066
O	24.481	30.113	20.691
O	31.969	1.647	21.764
O	25.372	-3.089	23.744
O	13.56	-1.095	28.311
O	12.005	-2.463	32.377
O	16.166	-1.584	28.581
O	22.695	1.077	30.804
O	45.872	5.995	26.814
O	27.829	0.349	31.277
O	35.07	8.275	23.861
O	20.845	3.561	23.068
O	14.181	3.537	26.313
O	27.478	5.824	23.799
O	19.77	8.645	26.448
O	18.291	14.834	24.352
O	28.014	25.981	21.669
O	21.916	16.207	33.75
O	23.522	19.299	23.358
O	32.038	18.174	32.59
O	23.126	17.756	25.442
O	21.43	17.665	30.18
O	23.043	20.415	25.701
O	5.622	31.612	31.615
O	26.706	0.289	33.737
O	33.658	0.198	31.703
O	22.467	-5.945	31.025
O	25.535	4.435	22.829
O	19.516	6.378	31.046
O	33.986	14.739	26.927
O	30.673	12.408	22.08
O	40.054	17.761	30.636
O	36.708	1.676	34.688
O	37.451	7.199	23.938
O	35.042	18.635	35.476
O	36.33	-3.535	23.749
O	31.313	-0.084	27.383
O	23.077	15.394	26.756
O	27.9	15	25.34
O	23.415	21.827	30.582
O	31.335	14.92	23.178
O	23.96	16.56	30.051
O	38.556	16.54	28.028
O	37.975	13.224	24.097
O	27.981	21.154	31.505
O	31.925	22.939	21.834
O	31.632	21.446	30.793
O	28.34	36.626	30.717
O	9.37	1.323	27.439
O	13.234	-7.138	21.572
O	4.187	-1.204	24.416
O	-2.466	16.473	28.563
O	3.506	7.331	21.651
O	8.303	8.988	31.995
O	1.914	10.704	29.557
O	8.895	18.284	25.966
O	5.202	18.675	29.447
O	4.003	26.183	29.735
O	-1.522	27.801	27.7
O	11.229	9.049	31.96
O	0.783	8.53	28.873
O	0.308	24.926	23.256
O	-3.485	11.067	28.409
O	0.674	13.175	23.498
O	1.374	30.701	24.997
O	14.942	38.607	30.484
O	8.134	32.167	23.444
O	-3.733	22.842	25.104
O	-3.476	24.831	33.965
O	1.201	28.387	32.441
O	16.189	34.911	32.551
O	7.713	25.915	30.677
O	11.558	11.155	33.545
O	9.463	1.331	34.919
O	8.907	11.492	31.656
O	23.524	19.176	30.193
O	11.184	-5.179	33.131
O	12.392	9.653	22.001
O	7.172	3.085	29.297
O	8.68	12.755	29.375
O	2.004	19.795	27.243
O	2.055	17.773	28.813
O	-4.622	23.541	22.609
O	2.21	26.148	31.599
O	9.48	26.363	22.529
O	5.472	20.202	24.726
O	6.802	18.906	27.372
O	9.191	23.798	31.425
O	9.525	27.253	27.819
O	12.477	25.926	34.792
O	6.53	22.527	24.46
O	3.88	26.768	27.21
O	7.688	35.827	26.686
O	2.171	36.322	28.998
O	14.929	33.959	25.192
O	10.15	29.515	26.625
O	11.552	-9.467	25.331
O	20.83	-4.225	21.776
O	18.27	2.419	28.091
O	18.378	7.649	23.908
O	15.777	5.391	27.286
O	14.688	11.247	24.303
O	10.681	-0.216	31.735
O	26.21	6.638	21.606
O	10.953	6.228	28.192
O	3.976	16.925	21.607
O	11.373	20.082	23.561
O	17.542	24.191	26.632
O	15.997	22.156	27.229
O	16.862	12.658	23.745
O	13.868	14.71	27.857
O	13.307	33.228	23.157
O	18.585	42.777	24.583
O	25.7	30.122	29.148
O	19.438	22.775	25.389
O	13.879	40.661	20.803
O	25.773	28.668	34.895
O	16.954	19.879	28.434
O	20.573	1.706	32.242
O	17.356	-4.291	25.96
O	20.908	-10.521	29.946
O	14.669	12.605	34.654
O	20.143	-1.625	25.608
O	17.775	9.558	22.064
O	26.648	-6.021	33.576
O	16.537	11.192	33.759
O	25.308	19.206	25.411
O	12.162	17.828	24.608
O	26.992	12.364	31.493
O	27.706	13.275	29.207
O	13.671	12.552	29.445
O	11.656	20.48	28.536
O	25.951	14.806	30.657
O	25.795	10.022	31.668
O	22.936	17.729	28.016
O	17.522	15.195	34.662
O	20.657	29.509	32.014
O	27.315	24.699	32.123
O	23.029	30.701	31.633
O	20.224	34.082	29.698
O	22.5	24.256	30.016
O	19.82	24.311	33.715
O	19.21	-10.469	32.217
O	41.301	1.595	24.811
O	21.347	-6.449	28.657
O	39.457	8.644	24.98
O	28.074	6.979	26.013
O	20.808	-0.683	31.148
O	24.377	-0.099	27.198
O	30.016	-3.118	26.177
O	13.847	4.327	28.771
O	24.477	7.692	31.135
O	20.467	1.334	27.18
O	26.556	11.078	28.336
O	29.242	10.759	23.488
O	21.046	5.661	24.62
O	26.761	22.002	33.702
O	32.965	21.809	33.619
O	29.405	13.155	24.425
O	24.788	25.951	31.872
O	27.049	16.495	20.913
O	25.226	24.738	25.508
O	29.736	36.219	24.215
O	21.508	31.44	33.654
O	23.262	-7.783	23.831
O	33.021	-1.288	22.675
O	29.508	7.455	30.975
O	26.769	1.146	21.408
O	30.817	-2.402	28.519
O	29.391	8.276	33.429
O	18.873	10.946	32.626
O	35.177	12.781	28.095
O	27.175	17.492	25.043
O	24.705	13.303	20.917
O	30.989	5.805	23.401
O	35.812	8.315	29.923
O	25.876	24.901	22.992
O	37.031	24.292	22.191
O	30.735	23.402	29.515
O	29.482	16.94	26.127
O	34.741	31.236	27.547
O	29.654	23.382	31.814
O	32.296	36.142	23.655
O	24.322	24.225	20.784
O	29.694	31.283	31.993
O	-1.396	7.125	29.027
O	-2.837	8.185	23.65
O	7.542	-1.003	20.54
O	8.507	-8.256	24.19
O	-4.895	-2.507	24.692
O	5.393	15.069	25.951
O	-1.179	6.818	34.395
O	13.408	-8.191	24.004
O	0.529	16.013	33.392
O	-2.624	14.446	26.732
O	15.515	6.022	21.576
O	2.793	-3.679	26.446
O	0.949	19.605	30.436
O	1.031	12.254	25.941
O	3.269	13.558	25.651
O	4.371	17.5	34.152
O	0.121	29.581	26.888
O	-2.055	29.925	33.968
O	6.641	28.332	29.878
O	-6.976	20.637	30.297
O	6.33	32.624	25.315
O	-0.567	29.235	23.951
O	3.611	28.163	21.47
O	-0.073	36.9	30.284
O	3.911	-0.795	29.397
O	7.541	2.843	34.083
O	13.25	-0.158	32.443
O	17.728	10.213	27.053
O	8.355	15.448	32.836
O	6.486	10.668	30.864
O	12.577	6.876	31.446
O	13.451	26.733	26.277
O	12.722	14.279	33.901
O	7.851	15.914	26.365
O	3.425	25.218	34.977
O	9.028	17.966	28.599
O	10.199	25.718	29.848
O	10.623	24.959	33.192
O	17.855	14.82	21.788
O	-1.974	23.193	26.939
O	13.084	22.216	27.184
O	10.537	22.678	27.638
O	23.693	38.125	32.428
O	-11.054	21.553	27.501
O	13.829	38.352	23.558
O	10.944	27.334	25.536
O	18.145	0.594	32.318
O	14.858	17.17	31.576
O	27.061	18.709	27.427
O	22.512	1.516	22.617
O	7.431	9.702	27.387
O	-4.627	12.684	26.691
O	22.021	8.492	27.848
O	11.914	8.388	27.076
O	13.257	7.359	29.024
O	14.877	17.018	26.88
O	11.11	12.049	30.174
O	7.819	19.192	33.723
O	0.839	16.985	30.886
O	24.914	18.343	21.366
O	8.268	24.125	28.933
O	12.554	22.283	22.972
O	16.113	21.273	23.693
O	7.129	27.692	32.38
O	16.499	25.259	29.698
O	4.317	26.603	23.477
O	16.67	42.873	31.357
O	18.571	32.488	24.07
O	15.44	31.331	33.435
O	17.202	17.374	25.454
O	19.89	-16.201	28.424
O	16.313	6.132	24.113
O	21.375	-5.957	23.673
O	13.771	-6.207	28.843
O	20.753	5.179	33.185
O	24.243	15.734	32.487
O	21.584	22.029	20.718
O	17.722	12.916	26.166
O	19.117	13.245	33.975
O	20.521	14.689	26.665
O	17.82	20.373	30.909
O	9.902	13.957	31.393
O	20.624	5.963	21.939
O	14.147	29.002	33.416
O	25.162	24.41	33.773
O	17.426	7.931	30.364
O	12.966	29.079	25.184
O	15.159	42.364	26.369
O	11.338	32.104	34.2
O	18.256	27.102	30.566
O	17.103	22.807	30.744
O	29.099	9.47	26.298
O	13.982	-1.204	24.89
O	24.04	-4.262	32.277
O	22.763	10.532	26.367
O	19.37	-9.811	27.961
O	29.036	8.379	28.617
O	29.099	5.679	28.959
O	23.065	2.14	27.231
O	11.152	10.822	26.442
O	20.175	11.214	26.451
O	35.553	3.605	24.151
O	18.736	5.101	23.624
O	15.953	9.655	28.907
O	30.408	25.502	28.163
O	23.592	26.663	20.084
O	17.712	25.648	34.616
O	19.55	27.599	27.232
O	33.965	22.589	23.619
O	25.75	2.289	26.962
O	34.537	30.497	30.988
O	28.759	27.475	28.842
O	22.776	26.654	33.705
O	29.698	18.462	33.398
O	32.506	7.287	26.692
O	24.223	-2.176	33.908
O	31.339	12.139	34.578
O	27.351	2.501	32.628
O	25.56	12.46	34.566
O	27.032	4.482	26.067
O	44.512	7.271	23.083
O	27.923	3.355	28.199
O	24.106	7.769	33.626
O	24.389	18.924	33.446
O	19.154	9.141	35.396
O	23.099	5.662	26.223
O	30.25	16.139	32.433
O	19.928	21.497	23.135
O	29.767	13.765	33.466
O	31.15	23.244	34.76
O	38.131	28.301	25.847
O	32.178	30.64	31.976
O	34.103	38.034	25.568
O	43.366	32.981	23.766
O	32.23	23.707	31.844
O	19.773	33.217	34.452
O	32.519	31.835	29.64
Si	0.006	2.759	8.167
Si	2.729	0.009	8.197
Si	-0.013	8.191	8.138
Si	2.729	5.465	8.2
Si	-0.01	13.608	8.126
Si	2.72	10.903	8.165
Si	0.03	19.03	8.123
Si	2.719	16.345	8.162
Si	0.046	24.485	8.163
Si	2.753	21.773	8.158
Si	0.05	29.958	8.175
Si	2.739	27.249	8.22
Si	5.453	2.739	8.233
Si	8.14	-0.013	8.222
Si	5.44	8.2	8.228
Si	8.164	5.456	8.252
Si	5.431	13.657	8.216
Si	8.157	10.915	8.242
Si	5.438	19.069	8.162
Si	8.156	16.357	8.224
Si	5.455	24.515	8.201
Si	8.18	21.796	8.184
Si	5.44	29.954	8.213
Si	8.159	27.194	8.207
Si	10.847	2.734	8.309
Si	13.561	-0.006	8.254
Si	10.901	8.214	8.226
Si	13.595	5.507	8.255
Si	10.848	13.637	8.223
Si	13.575	10.9	8.169
Si	10.884	19.08	8.215
Si	13.587	16.358	8.221
Si	10.882	24.497	8.172
Si	13.584	21.788	8.176
Si	10.87	29.919	8.207
Si	13.604	27.189	8.152
Si	16.308	2.749	8.19
Si	19.048	-0.007	8.146
Si	16.271	8.194	8.164
Si	19.019	5.449	8.104
Si	16.301	13.607	8.149
Si	19.035	10.863	8.153
Si	16.309	19.067	8.212
Si	19.033	16.325	8.165
Si	16.315	24.463	8.16
Si	19.048	21.772	8.186
Si	16.321	29.889	8.197
Si	19.058	27.195	8.195
Si	21.746	2.717	8.102
Si	24.489	0.007	8.096
Si	21.749	8.141	8.04
Si	24.466	5.433	8.05
Si	21.777	13.571	8.157
Si	24.48	10.864	8.069
Si	21.785	19.026	8.154
Si	24.541	16.283	8.13
Si	21.813	24.458	8.21
Si	24.551	21.733	8.162
Si	21.792	29.929	8.128
Si	24.554	27.205	8.162
Si	27.198	2.74	8.07
Si	29.961	0.024	8.129
Si	27.204	8.158	8.066
Si	29.931	5.472	8.099
Si	27.223	13.571	8.064
Si	29.929	10.896	8.088
Si	27.292	19.01	8.146
Si	29.956	16.29	8.109
Si	27.291	24.465	8.136
Si	30.01	21.739	8.121
Si	27.264	29.944	8.139
Si	30.009	27.201	8.151
Si	1.364	4.106	9.547
Si	4.086	1.367	9.567
Si	1.355	9.54	9.511
Si	4.081	6.822	9.573
Si	1.351	14.97	9.501
Si	4.068	12.27	9.546
Si	1.387	20.396	9.506
Si	4.082	17.703	9.528
Si	1.394	25.845	9.555
Si	4.1	23.136	9.556
Si	1.392	31.306	9.569
Si	4.097	28.593	9.597
Si	6.797	4.099	9.605
Si	9.471	1.353	9.614
Si	6.797	9.551	9.599
Si	9.53	6.842	9.577
Si	6.799	14.997	9.587
Si	9.514	12.274	9.603
Si	6.815	20.42	9.54
Si	9.524	17.716	9.584
Si	6.812	25.852	9.601
Si	9.525	23.149	9.561
Si	6.797	31.296	9.593
Si	9.506	28.566	9.582
Si	12.23	4.127	9.604
Si	14.948	1.376	9.559
Si	12.25	9.562	9.585
Si	14.959	6.851	9.586
Si	12.234	14.987	9.579
Si	14.942	12.265	9.527
Si	12.239	20.433	9.571
Si	14.959	17.699	9.578
Si	12.235	25.855	9.542
Si	14.95	23.125	9.54
Si	12.197	31.285	9.599
Si	14.938	28.546	9.541
Si	17.683	4.102	9.522
Si	20.41	1.354	9.487
Si	17.654	9.538	9.515
Si	20.391	6.813	9.446
Si	17.678	14.95	9.515
Si	20.401	12.22	9.506
Si	17.684	20.417	9.555
Si	20.405	17.678	9.511
Si	17.671	25.83	9.519
Si	20.426	23.109	9.548
Si	17.684	31.294	9.509
Si	20.44	28.574	9.499
Si	23.127	4.077	9.431
Si	25.869	1.361	9.446
Si	23.105	9.507	9.422
Si	25.836	6.796	9.416
Si	23.148	14.943	9.483
Si	25.84	12.234	9.431
Si	23.158	20.386	9.502
Si	25.89	17.665	9.478
Si	23.183	25.849	9.524
Si	25.918	23.115	9.496
Si	23.157	31.299	9.473
Si	25.911	28.577	9.506
Si	28.577	4.089	9.444
Si	31.318	1.377	9.514
Si	28.557	9.531	9.432
Si	31.286	6.824	9.48
Si	28.57	14.94	9.453
Si	31.28	12.254	9.469
Si	28.645	20.391	9.495
Si	31.314	17.672	9.476
Si	28.636	25.843	9.498
Si	31.345	23.117	9.508
Si	28.62	31.312	9.494
Si	31.36	28.571	9.522
Si	0.027	0.022	10.896
Si	2.73	2.741	10.915
Si	-0.015	5.48	10.865
Si	2.705	8.194	10.904
Si	-0.018	10.912	10.835
Si	2.705	13.633	10.892
Si	-0.007	16.328	10.861
Si	2.732	19.048	10.898
Si	0.034	21.756	10.88
Si	2.749	24.492	10.941
Si	0.041	27.214	10.916
Si	2.74	29.95	10.965
Si	5.439	0.009	10.94
Si	8.137	2.736	10.976
Si	5.435	5.465	10.952
Si	8.169	8.184	10.953
Si	5.42	10.914	10.933
Si	8.152	13.633	10.956
Si	5.431	16.361	10.926
Si	8.155	19.071	10.943
Si	5.474	21.781	10.927
Si	8.181	24.492	10.963
Si	5.452	27.225	10.968
Si	8.148	29.932	10.964
Si	10.825	-0.017	10.962
Si	13.587	2.74	10.93
Si	10.871	5.492	10.961
Si	13.6	8.203	10.948
Si	10.889	10.911	10.953
Si	13.611	13.62	10.929
Si	10.889	16.349	10.95
Si	13.588	19.056	10.93
Si	10.868	21.785	10.936
Si	13.58	24.478	10.904
Si	10.881	27.205	10.939
Si	13.58	29.905	10.92
Si	16.314	-0.018	10.881
Si	19.038	2.701	10.849
Si	16.321	5.459	10.9
Si	19.035	8.167	10.838
Si	16.313	10.912	10.89
Si	19.038	13.581	10.869
Si	16.338	16.309	10.899
Si	19.053	19.033	10.888
Si	16.307	21.771	10.905
Si	19.05	24.486	10.875
Si	16.299	27.178	10.876
Si	19.07	29.937	10.841
Si	21.792	-0.009	10.822
Si	24.497	2.72	10.786
Si	21.764	5.44	10.785
Si	24.476	8.158	10.78
Si	21.77	10.86	10.837
Si	24.495	13.582	10.835
Si	21.768	16.293	10.835
Si	24.526	19.025	10.839
Si	21.8	21.735	10.877
Si	24.558	24.477	10.861
Si	21.803	27.222	10.854
Si	24.535	29.951	10.846
Si	27.246	0.015	10.829
Si	29.94	2.746	10.845
Si	27.213	5.457	10.787
Si	29.918	8.194	10.813
Si	27.198	10.892	10.796
Si	29.926	13.61	10.836
Si	27.223	16.304	10.836
Si	29.982	19.038	10.871
Si	27.277	21.758	10.849
Si	29.992	24.491	10.866
Si	27.273	27.209	10.854
Si	29.982	29.941	10.86
Si	1.393	1.371	12.28
Si	4.077	4.092	12.304
Si	1.325	6.843	12.245
Si	4.055	9.548	12.29
Si	1.327	12.262	12.218
Si	4.061	14.992	12.27
Si	1.349	17.685	12.237
Si	4.116	20.391	12.266
Si	1.383	23.104	12.276
Si	4.103	25.851	12.336
Si	1.392	28.56	12.317
Si	4.108	31.314	12.324
Si	6.771	1.371	12.322
Si	9.495	4.131	12.307
Si	6.802	6.821	12.312
Si	9.535	9.539	12.317
Si	6.786	12.263	12.301
Si	9.531	14.985	12.311
Si	6.794	17.707	12.307
Si	9.521	20.423	12.314
Si	6.832	23.125	12.336
Si	9.543	25.848	12.336
Si	6.792	28.593	12.356
Si	9.475	31.299	12.358
Si	12.191	1.384	12.269
Si	14.957	4.104	12.275
Si	12.24	6.849	12.316
Si	14.972	9.564	12.277
Si	12.264	12.262	12.306
Si	15.004	14.958	12.293
Si	12.259	17.691	12.329
Si	14.945	20.415	12.274
Si	12.221	23.142	12.302
Si	14.933	25.839	12.255
Si	12.229	28.562	12.32
Si	14.949	31.282	12.244
Si	17.679	1.342	12.23
Si	20.428	4.067	12.154
Si	17.691	6.823	12.229
Si	20.388	9.531	12.203
Si	17.676	12.252	12.267
Si	20.416	14.929	12.21
Si	17.705	17.657	12.256
Si	20.426	20.384	12.238
Si	17.672	23.145	12.238
Si	20.427	25.866	12.199
Si	17.7	28.554	12.161
Si	20.434	31.302	12.186
Si	23.168	1.347	12.156
Si	25.86	4.082	12.129
Si	23.12	6.799	12.145
Si	25.826	9.534	12.139
Si	23.119	12.237	12.202
Si	25.837	14.964	12.194
Si	23.133	17.662	12.162
Si	25.891	20.404	12.187
Si	23.182	23.108	12.201
Si	25.916	25.848	12.216
Si	23.158	28.594	12.201
Si	25.918	31.304	12.204
Si	28.596	1.373	12.209
Si	31.303	4.107	12.215
Si	28.559	6.83	12.161
Si	31.269	9.563	12.175
Si	28.543	12.257	12.173
Si	31.282	14.973	12.211
Si	28.576	17.679	12.192
Si	31.333	20.406	12.255
Si	28.632	23.131	12.211
Si	31.331	25.85	12.26
Si	28.626	28.571	12.219
Si	31.337	31.302	12.23

Results
total energy: -461844.098 eV
total energy less fixed offsets of O -438.25, Si -107.07 eV per atom: 8.142 eV

Forces (eV/angstrom) on atoms 51 to 1507 of the 2136, counted in the order above; the others are left out for length: element, x, y, z
Si	-0.509	-0.131	0.323
Si	0.255	-0.049	0.753
Si	-0.202	0.097	0.684
Si	0.013	0.217	0.597
Si	0.078	-0.109	0.727
Si	0.307	-0.228	0.74
Si	0.1	0.206	0.756
Si	-0.057	-0.138	0.597
Si	0.143	-0.221	0.643
Si	-0.158	0.121	0.681
Si	-0.048	0.275	0.634
Si	0.068	0.014	0.064
Si	0.478	-0.078	0.443
Si	-0.122	0.169	0.612
Si	0.077	-0.134	0.724
Si	-0.219	0.265	0.855
Si	0.158	-0.048	0.763
Si	0.273	-0.094	0.865
Si	-0.008	0.052	0.626
Si	-0.102	0.111	0.684
Si	-0.225	-0.452	0.617
Si	0.113	-0.073	0.676
Si	-0.029	0.036	-0.039
Si	-0.012	0.082	-0.006
Si	0.04	0.035	0.031
Si	0.032	0.036	0.021
Si	-0.016	-0.003	-0.04
Si	-0.034	0.036	0.01
Si	-0.397	-0.304	0.28
Si	-0.011	-0.026	0.129
Si	0.04	0.013	-0.014
Si	0.253	0.256	0.402
Si	0.393	0.236	0.335
Si	-0.016	-0.007	0.011
Si	-0.054	-0.024	-0.036
Si	-0.264	-0.327	0.413
Si	-0.018	0.005	-0.054
Si	0.057	0.04	0.029
Si	-0.11	-0.089	0.091
Si	0.299	0.282	0.323
Si	-0.019	-0.041	0.033
Si	0.001	0.061	-0.003
Si	0.062	0.003	0.009
Si	-0.272	-0.369	0.355
Si	0.027	-0.005	-0.028
Si	-0.027	-0.041	-0.031
Si	0.002	-0.02	0.014
Si	0.071	-0.075	-0.022
Si	-0.025	0.039	-0.03
Si	-0.002	0	-0.058
Si	0.022	-0.015	-0.029
Si	0.023	0.01	-0.076
Si	-0.401	-0.306	0.386
Si	0.013	0.024	-0.056
Si	-0.019	-0.053	0.016
Si	0.029	0.039	-0.012
Si	0.328	0.209	0.479
Si	-0.108	-0.189	0.047
Si	-0.023	-0.151	-0.103
Si	0.027	-0.077	0.028
Si	-0.098	0.005	-0.007
Si	0.408	0.294	0.355
Si	0.011	0.011	-0.078
Si	0.022	-0.009	-0.08
Si	0.036	0.013	-0.015
Si	-0.003	0.006	-0.048
Si	-0.019	0.004	-0.057
Si	0.013	0.006	-0.026
Si	0.065	-0.074	0.062
Si	-0.013	-0.026	-0.045
Si	-0.055	-0.096	0.025
Si	-0.297	-0.187	0.464
Si	0.36	0.195	0.338
Si	-0.062	0.011	-0.067
Si	-0.008	-0.007	-0.008
Si	-0.036	0.006	-0.026
Si	0.017	-0.009	-0.054
Si	-0.006	-0.041	-0.061
Si	-0.008	0.028	-0.061
Si	-0.026	0.04	-0.057
Si	-0.026	0.049	-0.066
Si	-0.007	0.038	0
Si	0.004	0.004	-0.011
Si	0.085	-0.018	0.052
Si	0.04	0.028	-0.047
Si	-0.021	-0.058	-0.001
Si	0.044	0.017	-0.014
Si	-0.026	0.03	-0.027
Si	0.017	-0.02	-0.073
Si	-0.07	-0.017	-0.03
Si	-0.055	-0.05	-0.004
Si	0.052	-0.014	-0.074
Si	0.168	0.378	0.363
Si	-0.009	0.088	-0.037
Si	-0.025	0.029	0.063
Si	0.011	-0.032	-0.002
Si	-0.01	-0.02	0.02
Si	0.021	-0.083	0.031
Si	0.047	0.05	0.009
Si	0.029	-0.066	-0.003
Si	0.028	0.031	-0.03
Si	-0.046	-0.028	-0.059
Si	-0.002	0.041	0.009
Si	-0.024	-0.011	0.001
Si	-0.009	-0.046	-0.021
Si	0.006	0.043	-0.04
Si	-0.022	0.033	0.057
Si	0.051	-0.023	0.051
Si	-0.061	0.018	0.062
Si	-0.008	-0.012	0.007
Si	0.097	-0.033	-0.092
Si	-0.106	-0.003	-0.099
Si	-0.016	-0.03	-0.048
Si	0.018	0.028	-0.005
Si	-0.062	0.072	-0.008
Si	0.018	-0.041	0.012
Si	0.011	-0.013	-0.004
Si	-0.01	0.024	-0.009
Si	-0.082	0.01	-0.062
Si	0.021	0.066	-0.006
Si	0.016	0	-0.142
Si	-0.063	-0.007	-0.027
Si	-0.04	0	0.008
Si	-0.047	-0.023	-0.005
Si	-0.036	-0.027	-0.029
Si	-0.014	0.016	0.006
Si	0.006	0.017	-0.024
Si	-0.006	-0.034	0.048
Si	-0.032	-0.081	0.022
Si	0.029	0.021	-0.002
Si	0.035	-0.001	0.038
Si	0.033	0.085	0.04
Si	0.055	-0.009	-0.046
Si	-0.002	-0.008	-0.005
Si	-0.016	0.003	0.019
Si	-0.009	0.001	-0.008
Si	-0.03	0.024	0.035
Si	0.008	-0.022	0.024
Si	0.008	-0.057	-0.02
Si	-0.012	-0.008	0.046
Si	-0.019	-0.019	-0.143
Si	-0.004	0.025	-0.063
Si	0.04	-0.031	0.046
Si	-0.042	0.058	0.028
Si	-0.014	0.029	-0.035
Si	-0.051	-0.004	-0.003
Si	-0.022	0.004	0.028
Si	0.022	-0.036	0.023
Si	0.021	-0.014	0.03
Si	-0.014	-0.003	0.037
Si	-0.043	-0.025	-0.04
Si	0.047	-0.002	-0.035
Si	0.034	0.002	0.026
Si	0.009	0.009	-0.003
Si	-0.001	0.012	0.081
Si	-0.082	0.035	0.071
Si	-0.024	-0.014	-0.028
Si	0.075	-0.027	0.096
Si	0.007	0.001	0.012
Si	0.036	0.043	-0.01
Si	0.026	-0.006	-0.02
Si	-0.025	-0.032	-0.018
Si	-0.005	-0.014	-0.04
Si	0.049	-0.015	0.02
Si	0.054	-0.028	-0.014
Si	-0.028	-0.001	0.004
Si	0.017	-0.009	-0.026
Si	-0.002	-0.002	-0.057
Si	0.001	0.021	0.015
Si	-0.005	0.006	-0.023
Si	-0.005	-0.042	0.009
Si	0.006	-0.029	0.032
Si	0.018	-0.028	0.023
Si	-0.007	0.026	-0.015
Si	-0.015	0.003	0.013
Si	0.032	-0.008	-0.038
Si	-0.019	0.003	0.009
Si	0.03	-0.025	-0.049
Si	0.05	0.009	0.014
Si	-0.032	0.008	-0.021
Si	-0.018	0.039	0.032
Si	-0.043	0.002	-0.013
Si	0.027	-0.052	0.021
Si	0.02	0.011	0.029
Si	0.024	0.019	0.037
Si	-0.003	0.005	0.009
Si	-0.018	-0.054	0.009
Si	-0.039	-0.015	0.009
Si	-0.007	-0.003	0.033
Si	-0.004	0.018	0
Si	0.001	-0.007	-0.025
Si	0.006	0.019	0.031
Si	0.001	-0.022	0.019
Si	0.031	0.016	0.006
Si	-0.023	0.012	0.012
Si	-0.008	0.016	-0.018
Si	0.058	0.011	-0.053
Si	0.031	-0.026	0.018
Si	-0.025	0.034	0.016
Si	-0.023	0.013	0.018
Si	0.04	0.003	-0.083
Si	-0.071	0.035	0.016
Si	0.005	-0.008	0.025
Si	-0.025	-0.035	0.019
Si	-0.022	0.003	-0.012
Si	-0.015	0.029	0.014
Si	-0.014	0.001	-0.001
Si	0.006	0.005	-0.003
Si	0.002	-0.013	-0.033
Si	0.007	-0.003	0.021
Si	-0.005	0.035	-0.013
Si	0.022	0.026	0.009
Si	0.015	0.048	0.073
Si	-0.059	0.016	0.013
Si	0.006	-0.035	-0.02
Si	-0.004	-0.034	0.016
Si	0.023	0.007	0.015
Si	-0.027	0	-0.002
Si	0.004	0.022	-0.014
Si	-0.018	-0.023	-0.016
Si	-0.029	0.035	0.022
Si	-0.034	0.039	0.004
Si	-0.005	0.021	-0.009
Si	0.006	0.014	0.012
Si	-0.007	-0.01	0.021
Si	-0.02	-0.01	-0.01
Si	-0.019	0.019	-0.018
Si	-0.013	-0.028	-0.006
Si	0.022	-0.065	0.024
Si	-0.031	0.014	-0.012
Si	-0.028	0.052	0.002
Si	-0.013	-0.021	-0.01
Si	-0.018	0.015	-0.022
Si	0.007	0.001	0.001
Si	0.008	0.005	0.023
Si	0.028	0	0.003
Si	0.027	-0.002	0.001
Si	0.007	0.061	-0.003
Si	0.005	0.014	0.025
Si	0.009	0.021	-0.001
Si	-0.004	-0.007	-0.001
Si	0.004	-0.028	-0.004
Si	0.008	-0.002	0.003
Si	-0.037	0.022	0.002
Si	-0.006	-0.005	0.021
Si	-0.045	0.02	0.019
Si	0.007	0.018	-0.017
Si	-0.003	0.023	0.019
Si	0.004	0.016	0.004
Si	0.013	0.008	-0.003
Si	-0.038	0.016	-0.018
Si	0.012	-0.015	0.013
Si	-0.001	0.002	0.008
Si	0.002	-0.014	-0.019
Si	0.009	0.026	-0.046
Si	0.023	0.019	0.048
Si	0.009	-0.011	-0.05
Si	0.048	-0.013	-0.004
Si	-0.002	-0.009	-0.041
Si	-0.013	0.01	0.005
Si	0.019	0.025	-0.034
Si	0.008	-0.024	-0.017
Si	0.026	0.041	-0.033
Si	0.096	0.035	0.003
Si	0	-0.051	0.018
Si	-0.03	-0.004	-0.04
Si	0.005	-0.016	-0.039
Si	-0.026	-0.001	0.005
Si	-0.007	0.001	0.019
Si	0.003	-0.027	0.024
Si	-0.003	0.026	-0.04
Si	0.034	0.005	-0.031
Si	0.007	0.008	-0.004
Si	0.025	-0.008	-0.017
Si	-0.016	0.055	0.005
Si	-0.017	0.022	-0.012
Si	-0.011	-0.003	0.015
Si	-0.002	-0.002	0.019
Si	0.011	-0.007	-0.013
Si	0.01	-0.007	0.013
Si	-0.01	0.01	0.005
Si	-0.013	0.008	0.004
Si	-0.004	0.002	-0.004
Si	-0.005	-0.016	0
Si	0.03	-0.026	-0.016
Si	-0.017	-0.056	-0.042
Si	-0.012	0.004	-0.016
Si	-0.005	0.008	-0.005
Si	0.025	-0.006	-0.031
Si	0.002	0.016	0.01
Si	0.003	-0.002	-0.005
Si	-0.003	0.01	0.009
Si	0.004	-0.007	0.015
Si	0.037	-0.014	-0.004
Si	-0.01	0.009	0.018
Si	-0.008	-0.025	0.015
Si	0.049	-0.027	0.011
Si	0.007	0.006	-0.01
Si	-0.013	0.006	-0.009
Si	0.008	-0.008	0.018
Si	0.008	0.01	0
Si	0.035	0.021	-0.003
Si	-0.018	-0.007	-0.004
Si	0.006	0.012	-0.007
Si	-0.009	-0.022	-0.004
Si	0.008	-0.006	0.008
Si	-0.005	0.006	0.007
Si	0	-0.012	0.002
Si	-0.002	0.006	0.016
Si	-0.021	-0.004	-0.007
Si	-0.011	-0.009	-0.011
Si	0.025	-0.03	-0.005
Si	-0.01	-0.001	-0.004
Si	0.012	-0.001	-0.011
Si	-0.006	-0.009	-0.002
Si	0.003	-0.002	-0.019
Si	0.008	-0.023	0.004
Si	0.014	-0.008	-0.014
Si	0.014	0.004	0.001
Si	0.005	0	-0.004
Si	0.005	-0.017	-0.003
Si	0.015	-0.011	-0.012
Si	-0.004	0.014	-0.003
Si	0.001	-0.004	0.001
Si	-0.002	-0.026	0.007
Si	-0.004	0.008	-0.01
Si	-0.008	0.014	-0.008
Si	-0.022	-0.002	-0.001
Si	0.002	-0.007	-0.014
Si	0.007	-0.013	-0.012
Si	0.005	0.008	-0.015
Si	0.015	-0.018	0.008
Si	-0.01	0.013	0.003
Si	-0.005	-0.025	-0.027
Si	0.002	0.01	-0.016
Si	-0.035	0.011	0.014
Si	-0.001	0.006	-0.008
Si	-0.014	0.003	-0.019
Si	-0.022	0.014	-0.007
Si	0.006	0.028	-0.013
Si	0.004	0.004	0
Si	-0.006	0.007	0.009
Si	0.013	-0.003	-0.007
Si	-0.015	-0.001	0.011
Si	0.014	-0.021	0.007
Si	0.003	0.005	0.011
Si	0	0.003	0.01
Si	0.011	-0.029	-0.004
Si	-0.005	0	0.005
Si	-0.006	-0.007	-0.002
Si	0.009	-0.01	0
Si	0.011	0.005	0.004
Si	-0.002	-0.008	-0.002
Si	-0.003	0.006	-0.003
Si	-0.005	0.012	-0.008
Si	-0.01	0.012	-0.01
Si	0.006	0.016	-0.006
Si	0	0.048	-0.002
Si	0.013	-0.008	0.011
Si	-0.004	-0.024	-0.003
Si	0.018	0.002	-0.007
Si	-0.015	0.002	0.002
Si	-0.007	-0.002	-0.004
Si	0.008	0.005	-0.012
Si	-0.022	0.008	-0.009
Si	-0.019	0.005	-0.004
Si	-0.006	0.002	-0.003
Si	0.013	0.008	0.001
Si	-0.007	0.019	-0.004
Si	-0.008	-0.006	-0.006
Si	0.019	0.001	-0.012
Si	0.003	-0.007	-0.007
Si	0	-0.012	-0.011
Si	-0.035	0.017	0.005
Si	-0.001	-0.018	-0.018
Si	0.008	0.003	-0.007
Si	-0.008	0.006	-0.018
Si	0.002	-0.007	-0.019
Si	-0.001	0.008	-0.004
Si	-0.015	0.009	0.003
Si	0.025	-0.011	0.018
Si	0	-0.001	-0.007
Si	-0.015	-0.007	-0.004
Si	0.004	-0.003	-0.006
Si	-0.001	0.003	0.001
Si	0.004	0.002	-0.008
Si	0.009	-0.002	0.007
Si	0.004	-0.015	0.002
Si	0.018	-0.011	0.004
Si	-0.018	0.02	0.016
Si	0.005	0.006	0.008
Si	0.03	0.008	-0.015
Si	-0.016	0.026	-0.004
Si	0.01	-0.013	0.003
Si	-0.006	0.014	-0.005
Si	-0.01	-0.01	0.007
Si	-0.009	0.004	0.003
Si	0.003	-0.007	0.003
Si	0.008	0.002	0.01
Si	-0.014	0.011	0.001
Si	0.004	0.023	0.012
Si	0.015	0.013	0.003
Si	-0.022	0.007	0.004
Si	-0.007	-0.007	0
Si	0.005	0.009	-0.014
Si	0.009	0.01	-0.029
Si	0.037	-0.004	-0.012
Si	-0.014	0	-0.017
Si	0.002	0.006	0.009
Si	-0.002	-0.009	0.011
Si	0.003	0.013	-0.012
Si	0.017	-0.002	0.006
Si	-0.001	-0.022	-0.003
Si	-0.014	-0.01	-0.002
Si	0.008	0.012	0.013
Si	0.018	0.001	0.005
Si	0.003	-0.002	0.01
Si	-0.008	-0.012	0.005
Si	-0.016	-0.017	-0.007
Si	-0.005	-0.006	0.01
Si	-0.008	0.02	0.005
Si	0.011	-0.009	-0.006
Si	-0.003	-0.011	0.01
Si	-0.006	-0.001	0.001
Si	-0.003	0.012	0.002
Si	0.005	0.012	0.011
Si	-0.002	-0.018	0
Si	0.003	-0.007	0.006
Si	0.009	-0.001	-0.001
Si	0.007	0.002	-0.005
Si	-0.01	0.02	0.003
Si	-0.003	0.001	0.02
Si	-0.007	-0.009	0.001
Si	-0.007	0.007	0.001
Si	0.015	-0.012	0.012
Si	0.006	-0.004	0.007
Si	0.005	-0.014	0.004
Si	-0.006	0.007	0.006
Si	0.007	0.001	0.002
Si	0.01	0.003	0.011
Si	-0.013	0.011	0.01
Si	0.003	0.001	-0.005
Si	0	0.019	0.009
Si	0.014	-0.004	0.003
Si	-0.012	0.007	0.007
Si	-0.001	0	-0.005
Si	0.007	-0.007	0.015
Si	0.009	-0.005	-0.004
Si	0.01	-0.009	0.004
Si	0.007	-0.001	0.01
Si	-0.012	0.001	0.008
Si	-0.006	0.008	0.007
Si	0.005	-0.022	0.009
Si	-0.024	0.025	0.005
Si	-0.001	0.001	0.002
Si	0.009	-0.024	0.021
Si	-0.024	0.017	0.011
Si	0.015	-0.012	-0.011
Si	0.012	-0.026	-0.005
Si	-0.012	0.019	-0.004
Si	0.015	-0.026	-0.002
Si	-0.012	0.008	-0.011
Si	0.007	0.004	0.002
Si	-0.03	-0.011	-0.021
Si	0.024	-0.024	-0.02
Si	0.01	-0.017	0.018
Si	0.001	-0.025	-0.024
Si	-0.014	0.038	-0.004
Si	0.023	0	0.003
Si	-0.002	0.002	-0.007
Si	0	-0.029	-0.01
Si	0.01	-0.001	-0.003
Si	-0.001	-0.02	0
Si	-0.032	0.005	-0.006
Si	-0.007	0.014	0.012
Si	-0.013	-0.019	0.001
Si	-0.039	0.023	0.028
Si	0.01	-0.017	-0.013
Si	0.018	0.017	0.007
Si	0.004	0.019	-0.014
Si	-0.008	0.019	0
Si	-0.015	0.007	-0.006
Si	-0.002	-0.024	0.001
Si	-0.009	0.03	0.01
Si	-0.024	0.016	0.016
Si	0.042	0.031	0.006
Si	0.024	0.017	0.038
Si	0.002	0.023	-0.003
Si	0.007	0.001	-0.007
Si	0.025	-0.013	-0.014
Si	0.023	-0.01	-0.009
Si	0.004	0.003	0
Si	0.006	-0.007	0.009
Si	-0.015	0.001	-0.018
Si	-0.008	-0.003	0.004
Si	-0.002	0.006	0.007
Si	-0.006	0.011	-0.03
Si	0.029	-0.023	0.005
Si	-0.02	0.01	-0.003
Si	-0.028	-0.008	-0.018
Si	0.023	-0.015	-0.004
Si	-0.022	0.017	-0.007
Si	0.016	-0.031	-0.005
Si	-0.003	0.013	0.011
Si	-0.011	-0.008	-0.016
Si	-0.006	0.004	-0.006
Si	0.007	0.024	0.011
Si	-0.013	-0.015	-0.017
Si	0.012	-0.009	0.014
Si	0.009	0.007	-0.017
Si	0.002	0.007	-0.018
Si	0.005	0	0
Si	0.008	-0.033	0
Si	-0.015	0.004	0.003
Si	0.018	0.008	-0.006
Si	0.015	-0.002	0.016
Si	-0.001	0.006	0
Si	-0.017	-0.014	-0.009
Si	-0.005	0.004	-0.009
Si	0.007	0.002	-0.006
Si	-0.013	-0.035	-0.003
Si	-0.012	0.017	-0.004
Si	0.012	-0.016	0.011
Si	-0.014	-0.003	0.007
Si	0.035	-0.01	0.008
Si	-0.002	0.011	0.013
Si	-0.019	0.009	-0.05
Si	0.027	-0.008	-0.024
Si	-0.02	0	0.004
Si	0.017	-0.011	-0.022
Si	0.007	-0.017	0.029
Si	-0.03	0.008	0.029
Si	0	-0.028	-0.02
Si	0.012	0.021	0.029
Si	0.045	0.016	-0.021
Si	-0.027	-0.007	-0.017
Si	-0.013	0.013	-0.026
Si	0.019	-0.015	-0.025
Si	0.015	0.019	0.017
Si	-0.002	-0.002	0.017
Si	0.006	-0.007	-0.002
Si	0.011	0	0.011
Si	-0.028	-0.01	-0.011
Si	-0.032	0.008	-0.013
Si	-0.001	0.033	-0.014
Si	-0.018	-0.005	0.015
Si	0.015	-0.021	-0.02
Si	0.007	0.006	-0.01
Si	0.003	-0.009	-0.022
Si	0.02	-0.01	-0.025
Si	0.038	-0.002	0.003
Si	-0.003	-0.04	0.023
Si	0.009	-0.013	-0.008
Si	0.016	0.006	0.003
Si	0.012	0.016	-0.011
Si	-0.013	-0.033	-0.016
Si	0.01	0.006	-0.034
Si	-0.03	-0.018	0.022
Si	0.006	0.014	0.033
Si	0.024	-0.014	-0.015
Si	0.031	-0.032	0.006
Si	0.011	0.014	-0.031
Si	-0.007	-0.006	-0.043
Si	-0.007	0.033	-0.008
Si	0.007	0.005	-0.016
Si	0.002	-0.015	0.002
Si	0.007	-0.006	0.008
Si	0.015	-0.003	-0.004
Si	0.007	-0.017	0.018
Si	-0.043	0.013	-0.033
Si	0.019	-0.027	-0.034
Si	0.028	0.018	0.005
Si	-0.008	0.025	0.014
Si	-0.016	-0.017	0.036
Si	-0.015	0.004	0.019
Si	-0.013	0.006	0.048
Si	-0.001	0.015	-0.014
Si	-0.002	-0.009	-0.003
Si	0.004	-0.013	0.025
Si	0.017	-0.017	0.019
Si	-0.025	-0.009	0.035
Si	-0.028	-0.008	0.012
Si	-0.004	0.003	-0.023
Si	0.017	0.024	0.004
Si	-0.012	0.006	-0.009
Si	0	0.029	-0.007
Si	0.025	-0.007	0.023
Si	-0.001	0.013	-0.006
Si	0.008	0.014	0.001
Si	0.007	0.003	-0.007
Si	0.02	0.003	0.016
Si	0.009	-0.002	0
Si	0.011	-0.01	0.005
Si	0.008	0.007	0.008
Si	0.018	0.015	0.011
Si	-0.01	-0.002	0.036
Si	-0.034	0	-0.019
Si	0.005	-0.04	-0.004
Si	-0.048	-0.01	0.039
Si	0.002	-0.006	0.018
Si	-0.001	-0.033	0.001
Si	-0.002	0.021	0
Si	-0.015	0.02	-0.031
Si	-0.011	-0.014	0.008
Si	0.028	0.019	-0.029
Si	-0.044	0.007	0.017
Si	0.043	0.011	0.039
Si	0.023	-0.043	0.008
Si	0.003	0.048	0.021
Si	-0.027	0.089	0.043
Si	0.049	-0.068	0.026
Si	0.025	0.006	0.008
Si	-0.025	0.02	-0.033
Si	-0.016	-0.051	0.006
Si	0.037	0.027	0.03
Si	0.068	-0.057	0.004
Si	0.014	0.032	0.014
Si	-0.011	-0.007	0.02
Si	-0.002	-0.046	-0.009
Si	0.027	0.092	0.069
Si	-0.036	-0.103	0.087
Si	0.027	-0.017	0.04
Si	-0.041	0.024	-0.031
Si	-0.006	-0.019	0.018
Si	-0.051	0.049	0
Si	-0.005	-0.023	-0.017
Si	-0.001	0.082	0.031
Si	0.018	0.002	-0.04
Si	-0.05	-0.002	-0.034
Si	-0.006	0.069	-0.03
Si	0.01	-0.065	-0.043
Si	0.004	-0.005	-0.029
Si	-0.066	0.03	0.053
Si	-0.043	-0.008	0.017
Si	-0.005	-0.036	0.012
Si	0.017	-0.038	0.04
Si	0.013	-0.003	-0.014
Si	0.027	-0.005	-0.034
Si	-0.022	-0.026	0.008
Si	0.036	0.004	0.023
Si	0.046	-0.011	0.034
Si	0.011	0.037	-0.04
Si	-0.004	0.008	-0.017
Si	-0.017	0.018	-0.004
Si	-0.001	0.04	0
Si	0.008	-0.022	-0.036
Si	-0.009	0.015	-0.02
Si	-0.008	-0.014	-0.037
Si	0.008	-0.014	-0.008
Si	-0.016	0.009	-0.048
Si	-0.007	0.015	-0.01
Si	-0.007	0.003	-0.022
Si	0.018	-0.015	-0.015
Si	0.011	-0.006	-0.015
Si	0.037	0.03	-0.025
Si	-0.007	0.009	0.03
Si	0.015	-0.045	-0.014
Si	0.007	-0.041	-0.015
Si	0.033	-0.008	0.043
Si	-0.013	0.005	-0.03
Si	-0.014	-0.009	-0.008
Si	0	0.043	-0.024
Si	0.004	-0.003	-0.008
Si	0.02	-0.008	0.029
Si	-0.033	0.024	-0.026
Si	0.001	-0.025	0.005
Si	-0.009	-0.01	-0.011
Si	-0.006	-0.017	0.052
Si	-0.023	0.013	-0.003
Si	0.044	-0.061	0.023
Si	-0.013	0.042	0.008
Si	0.436	0.125	-0.254
Si	-0.004	0.004	0.029
Si	-0.007	-0.005	0.017
Si	0.019	-0.004	0.07
Si	-0.017	-0.009	0.036
Si	0.02	0.045	0.027
Si	-0.048	-0.038	-0.005
Si	-0.077	0.029	-0.04
Si	-0.231	-0.33	-0.402
Si	-0.419	-0.113	-0.396
Si	-0.017	0.027	0.011
Si	-0.018	0.007	0.004
Si	0.196	0.333	-0.311
Si	-0.015	-0.033	0.071
Si	0.024	0.022	0.076
Si	0.041	0.035	-0.005
Si	0.059	0.019	-0.028
Si	0.001	-0.011	0.032
Si	-0.025	0.002	-0.013
Si	-0.014	0.07	0.001
Si	0.351	0.192	-0.35
Si	-0.018	0.035	0.026
Si	-0.313	-0.279	-0.352
Si	0.002	-0.035	0.002
Si	-0.245	-0.192	-0.419
Si	0.257	0.281	-0.396
Si	0.027	0.016	0.044
Si	-0.14	-0.342	-0.36
Si	-0.045	-0.014	0.023
Si	-0.034	0.044	-0.005
Si	0.007	-0.004	0.08
Si	-0.027	-0.084	0.079
Si	-0.021	0.003	0.046
Si	0.186	0.16	-0.728
Si	0.007	0.045	0.035
Si	-0.034	0.001	0.096
Si	-0.024	0.01	0.031
Si	0.021	0.02	0.042
Si	-0.017	0.002	0.044
Si	0.02	-0.003	0.057
Si	-0.016	-0.005	0.076
Si	0.069	0.066	0.045
Si	0.036	0.028	0.032
Si	-0.033	0.02	0.034
Si	-0.082	-0.062	0.056
Si	0.039	-0.046	0.048
Si	-0.037	0.022	0.025
Si	-0.012	0.018	0.063
Si	0.009	0.024	0.036
Si	-0.054	0.012	0.02
Si	0.014	0.006	0.037
Si	-0.059	-0.016	0.037
Si	0.022	-0.025	0.01
Si	0.049	-0.02	0.06
Si	-0.046	0.003	0.035
Si	0.013	0.031	0.023
Si	-0.012	-0.008	0.033
Si	-0.035	0.033	0.064
Si	0.304	0.211	-0.362
Si	0.001	-0.011	0.041
Si	0.034	0.048	-0.028
Si	0.036	-0.023	0.098
Si	0.024	-0.01	0.066
Si	0.011	-0.004	0.035
Si	-0.01	-0.042	0.048
Si	0.016	0.012	0.057
Si	-0.004	-0.015	0.042
Si	-0.018	-0.01	-0.007
Si	-0.017	0.025	0.017
Si	0.032	-0.038	0.006
Si	0.033	0.036	0.038
Si	0.241	-0.067	-0.663
Si	-0.291	0.186	-0.695
Si	0.207	-0.06	-0.78
Si	-0.1	0.181	-0.73
Si	-0.219	0.175	-0.766
Si	0.058	-0.021	-0.734
Si	0.191	-0.055	-0.599
Si	-0.125	0.327	-0.453
Si	0.073	-0.026	0.02
Si	-0.118	0.508	-0.41
Si	-0.001	-0.014	-0.132
Si	0.378	-0.089	-0.601
Si	0.169	-0.277	-0.68
Si	-0.153	0.12	-0.667
Si	-0.346	0.416	-0.186
Si	-0.259	-0.27	-0.593
Si	-0.098	-0.29	-0.522
Si	-0.156	0.218	-0.607
Si	-0.544	-0.233	-0.484
Si	0.245	-0.166	-0.652
Si	-0.087	0.289	-0.628
Si	0.11	0.092	-0.68
Si	-0.138	-0.39	-0.475
Si	0.509	-0.402	-0.38
Si	-0.202	0.049	-0.623
Si	0.235	0.163	-0.794
Si	-0.192	0.209	-0.681
Si	0.156	-0.083	-0.699
Si	0.035	0.41	-0.329
Si	0.299	-0.148	-0.7
Si	-0.345	0.378	-0.12
Si	-0.033	0.044	-0.469
Si	-0.529	0.219	-0.316
Si	0.01	-0.25	-0.565
Si	0.067	-0.118	-0.137
Si	0.042	0.157	-0.681
Si	0.268	-0.197	-0.685
Si	-0.044	0.344	-0.467
Si	-0.309	0.212	-0.73
Si	0.267	-0.206	-0.682
Si	0.156	-0.037	-0.706
Si	-0.028	0.343	-0.726
Si	-0.245	0.189	-0.616
Si	-0.298	-0.258	-0.71
Si	-0.008	0.172	-0.767
Si	0.03	-0.066	-0.438
Si	-0.227	0.036	-0.6
Si	0.135	-0.181	-0.698
Si	-0.238	0.042	-0.719
Si	0.025	-0.203	-0.674
Si	0.022	-0.044	-0.473
Si	0.028	-0.162	-0.758
Si	-0.119	0.074	-0.702
Si	-0.044	0.023	-0.451
Si	0.339	-0.333	-0.073
Si	-0.032	0.041	-0.614
Si	-0.166	-0.211	-0.575
Si	0.243	-0.039	-0.677
Si	-0.103	0.072	-0.711
Si	0.277	-0.082	-0.617
Si	-0.055	0.125	-0.729
Si	0.032	-0.318	-0.715
Si	0.211	0.014	-0.732
Si	-0.142	0.033	-0.715
Si	0.005	-0.189	-0.681
Si	-0.183	0.272	-0.657
Si	-0.201	0.095	-0.771
Si	0.263	-0.106	-0.742
Si	-0.106	0.131	-0.713
Si	0.142	-0.22	-0.673
Si	0.038	-0.309	-0.451
Si	0.007	0.155	-0.681
Si	0.021	0.033	0.086
Si	0.005	0.038	-0.169
Si	0.006	-0.074	-0.125
Si	-0.011	-0.015	0.104
Si	0.006	0.056	-0.102
Si	0.001	0.001	0.07
Si	0.093	0.002	-0.191
Si	0.004	0.044	-0.113
Si	-0.019	0.048	0.091
Si	-0.082	-0.026	0.087
Si	0.077	0.087	-0.025
Si	0.075	-0.104	-0.01
Si	0.04	-0.113	-0.189
Si	0.055	-0.048	0.034
Si	-0.06	0.12	-0.002
Si	0.067	0.083	0.07
Si	-0.182	0.029	-0.155
Si	-0.034	0.014	-0.084
Si	0.022	-0.002	-0.033
Si	-0.039	0.001	-0.172
Si	-0.02	-0.05	0.014
Si	-0.015	-0.01	0.035
Si	0.058	-0.102	-0.122
Si	0.015	-0.026	0.028
Si	0.072	-0.081	0.127
Si	-0.038	-0.008	0.098
Si	0.048	-0.037	0.051
Si	0.019	0.008	-0.015
Si	-0.044	0.046	-0.071
Si	-0.174	0.071	-0.244
Si	-0.036	0.083	-0.159
Si	-0.038	0.098	-0.151
Si	0.042	0.094	0.165
Si	-0.094	0.098	-0.114
Si	0.12	-0.056	-0.294
Si	-0.07	0.053	-0.163
Si	-0.098	0.117	-0.07
Si	-0.066	0.074	-0.11
Si	0.026	0.027	0.091
Si	-0.15	0.087	0.01
Si	-0.015	-0.104	0.067
Si	-0.031	0.012	-0.163
Si	0.048	0.138	-0.033
Si	0.008	0.064	0.129
Si	0.038	0.02	-0.152
Si	-0.06	0.039	-0.075
Si	0.046	-0.017	0.263
Si	0.06	-0.019	0.025
Si	-0.238	0.464	-0.545
Si	-0.063	0.119	0.12
Si	0.029	0.047	-0.043
Si	0.17	-0.029	-0.265
Si	-0.067	-0.085	-0.158
Si	0.251	-0.311	-0.569
Si	-0.084	-0.023	0.172
Si	-0.045	-0.023	-0.095
Si	-0.005	0.029	-0.176
Si	0.031	-0.039	-0.183
Si	-0.148	-0.002	-0.004
Si	-0.11	-0.018	-0.061
Si	0.059	0.06	-0.105
Si	0.084	-0.097	-0.062
Si	-0.022	-0.086	-0.184
Si	0.012	-0.044	-0.038
Si	0.03	0.008	-0.072
Si	-0.023	0.03	0.04
Si	-0.141	0.019	-0.094
Si	-0.002	-0.172	0.024
Si	-0.027	-0.004	0.163
Si	-0.043	-0.069	0.158
Si	0.436	-0.25	-0.598
Si	-0.018	0.021	-0.022
Si	0.098	0.026	0.099
Si	0.003	-0.037	-0.075
Si	-0.014	0.036	-0.068
Si	-0.104	0.009	-0.007
Si	0.004	-0.099	0.009
Si	-0.016	0.132	-0.062
Si	-0.159	-0.131	0.036
Si	-0.033	-0.029	-0.018
Si	0.02	-0.161	-0.121
Si	0.063	-0.013	0.222
Si	0.13	0	0.06
Si	0.074	0.093	-0.114
Si	-0.024	-0.071	-0.017
Si	-0.02	-0.04	0.017
Si	0.002	0.003	-0.012
Si	-0.032	0.238	0.068
Si	-0.006	-0.009	0.181
Si	0.303	-0.374	-0.57
Si	-0.071	-0.005	-0.013
Si	0.126	-0.023	0.043
Si	-0.037	-0.113	0.086
Si	0.075	0.007	0.036
Si	0.018	-0.07	-0.044
Si	0.018	-0.013	-0.192
Si	-0.041	0.058	0.139
Si	0.003	-0.01	0.053
Si	0.037	0.121	-0.216
Si	0.063	-0.022	-0.342
Si	0.07	0.071	-0.048
Si	0.048	-0.215	-0.092
Si	-0.022	0.093	0.058
Si	-0.087	0.017	-0.013
Si	0.073	-0.021	0.042
Si	-0.076	0.05	0
Si	-0.018	0.032	-0.158
Si	-0.05	-0.111	-0.091
Si	-0.059	0.002	0.017
Si	-0.223	0.421	0.542
Si	0.09	-0.057	-0.015
Si	0.08	-0.089	-0.019
Si	-0.051	-0.032	0.022
Si	-0.116	-0.033	-0.179
Si	-0.01	-0.014	0.186
Si	0.133	0.027	-0.027
Si	0.052	0.057	0.138
Si	0.025	-0.027	-0.032
Si	0.09	-0.004	-0.067
Si	-0.072	0.075	0.102
Si	-0.069	-0.059	0.022
Si	0.132	-0.006	-0.14
Si	-0.036	-0.022	-0.278
Si	-0.02	0.045	-0.286
Si	-0.059	0.024	-0.165
Si	-0.147	-0.016	0.111
Si	0.076	-0.086	-0.17
Si	0.062	-0.013	0.043
Si	-0.005	-0.011	-0.025
Si	-0.007	-0.078	0.027
Si	0.016	0.055	0.062
Si	-0.032	0.033	-0.124
Si	-0.043	-0.042	-0.096
Si	-0.06	0.098	0.17
Si	0.08	0.067	-0.103
Si	-0.031	-0.032	-0.078
Si	0.05	-0.042	0.117
Si	0.013	-0.074	-0.149
Si	-0.009	-0.016	-0.021
Si	-0.114	0.083	0.11
Si	-0.071	-0.029	0.171
Si	-0.075	-0.152	0.071
Si	-0.01	-0.064	-0.072
Si	0.086	-0.041	0.199
Si	-0.007	-0.004	0.042
Si	0.099	0.024	-0.05
Si	-0.009	0.128	0.009
Si	0.091	-0.084	0.23
Si	0.003	-0.017	-0.168
Si	-0.016	-0.145	-0.002
Si	0.137	0.029	0.098
Si	0.033	0.061	-0.025
Si	0.014	-0.063	-0.018
Si	0.142	0.031	-0.196
Si	-0.032	0.071	0.102
Si	0.077	-0.103	0.035
Si	0.03	-0.018	-0.275
Si	0.055	0.064	-0.034
Si	0.105	-0.044	-0.027
Si	0.065	0.013	0.053
Si	0.015	-0.012	-0.071
Si	0.02	0.064	0.125
Si	0.142	-0.093	0.079
Si	-0.125	-0.122	-0.235
Si	-0.06	0.017	-0.027
Si	0.014	0.008	0.248
Si	-0.011	0.193	-0.159
Si	0.015	0.017	0.103
Si	-0.019	0.059	0.089
Si	0.014	0.022	-0.039
Si	0.098	0.089	0.005
Si	-0.025	0.052	0.023
Si	-0.036	0.075	0.113
Si	0.018	0.051	0.012
Si	-0.013	0.02	0.09
Si	0.083	-0.042	0.012
Si	-0.007	-0.166	0.296
Si	-0.063	-0.046	-0.299
Si	0.019	-0.143	0.069
Si	-0.071	-0.013	0.156
Si	-0.079	0.108	-0.009
Si	-0.141	-0.032	-0.193
Si	0.092	0.013	0.028
Si	-0.124	-0.041	0.299
Si	-0.066	0.104	0.021
Si	0.03	-0.05	0.076
Si	0.022	-0.06	-0.009
Si	-0.014	-0.013	-0.105
Si	-0.028	-0.032	0.179
Si	-0.039	-0.082	-0.01
Si	-0.042	-0.081	0.019
Si	-0.02	0.037	0.053
Si	0.017	0.009	-0.159
Si	0.083	-0.116	0.014
Si	-0.163	0.05	-0.005
Si	-0.133	0.056	0.042
Si	-0.052	0.117	0.144
Si	-0.081	0.007	0.027
Si	0.062	-0.065	0.07
Si	-0.055	0.083	0.096
Si	0.025	-0.071	-0.119
Si	-0.11	0.076	0.02
Si	-0.093	-0.046	0.024
Si	-0.03	-0.052	-0.093
Si	0.019	-0.078	0.06
Si	-0.083	-0.004	-0.078
Si	0.045	0.053	0.141
Si	-0.047	-0.083	0.063
Si	-0.008	-0.023	-0.105
Si	-0.076	0.004	0.075
Si	0.123	-0.019	-0.11
Si	0.013	-0.082	0.131
Si	-0.019	0.065	-0.035
Si	-0.035	0.045	-0.06
Si	0.075	0.072	-0.169
Si	0.003	-0.047	-0.006
Si	0.03	0.069	-0.043
Si	0.059	-0.061	0.109
Si	0.057	-0.012	-0.077
Si	0.072	-0.08	-0.168
Si	0.041	-0.128	-0.298
Si	-0.032	-0.049	0.162
Si	0.404	-0.149	0.698
Si	0.129	0.014	0.355
Si	0.002	-0.025	-0.186
Si	-0.064	0.173	0.226
Si	0.128	0.163	-0.006
Si	-0.011	-0.009	-0.08
Si	-0.055	0.019	0.022
Si	-0.148	-0.046	-0.236
Si	-0.093	-0.122	0.046
Si	0.054	-0.014	0.239
Si	0.049	0.079	-0.146
Si	0.1	0.071	-0.255
Si	-0.047	-0.171	0.06
Si	-0.009	0.072	0.037
Si	-0.03	-0.114	0.124
Si	0.007	0.039	0.103
Si	0.125	0.092	-0.098
Si	0.142	-0.074	0.033
Si	0.021	0.099	0.031
Si	0.002	-0.007	0.145
Si	0.024	0.104	0.111
Si	0.182	0.175	0.058
Si	-0.101	-0.083	0.147
Si	0.109	-0.053	0.08
Si	-0.029	-0.076	0.004
Si	-0.025	0.023	-0.247
Si	0.059	0.01	-0.121
Si	-0.18	0.056	-0.066
Si	-0.072	0.063	0.164
Si	-0.163	-0.053	0.124
Si	-0.061	-0.062	0.043
Si	-0.097	0.092	0.017
Si	0.057	0.028	0.068
Si	0.019	-0.037	-0.008
Si	0.067	-0.022	-0.012
Si	-0.007	0.006	-0.224
Si	-0.069	-0.017	0.2
Si	0.058	0.001	0.081
Si	-0.007	-0.064	0.196
Si	0.047	0	0.141
Si	0.085	0.13	0.128
Si	-0.16	-0.019	-0.1
Si	-0.015	-0.008	0.084
Si	-0.147	0.029	-0.197
Si	0.015	0.117	-0.132
Si	-0.056	0.016	0.017
Si	-0.058	-0.037	0.075
Si	-0.087	0.197	0.228
Si	-0.025	0.036	0.06
Si	0.109	0.002	-0.16
Si	-0.012	0.031	0.234
Si	-0.124	-0.072	-0.235
Si	-0.077	0.05	-0.086
Si	-0.034	0.142	-0.223
Si	0.054	-0.012	-0.036
Si	-0.011	0.016	-0.068
Si	-0.065	0.01	-0.188
Si	0.064	0.042	-0.091
O	-0.3	0.572	0.187
O	0.145	0.093	-0.015
O	-0.245	0.139	-0.185
O	0.099	0.721	-0.083
O	-0.279	-0.039	0.273
O	0.228	0.14	0.604
O	0.583	0.009	0.047
O	-0.189	-0.272	-0.339
O	-0.57	-0.687	-0.122
O	0.12	0.242	0.122
O	-0.104	0.044	0.489
O	-0.192	0.054	0.152
O	0.632	-0.414	0.114
O	-0.298	-0.474	-0.323
O	-0.53	-0.138	0.325
O	-0.062	-0.007	0.438
O	-0.127	-0.306	-0.066
O	-0.347	0.455	-0.443
O	-0.279	-0.021	-0.198
O	0.254	0.208	0.019
O	0.01	0.201	-0.254
O	0.099	0.225	0.133
O	0.265	-0.025	-0.349
O	0.134	0.207	-0.212
O	-0.329	0.236	-0.48
O	0.112	0.184	-0.579
O	0.074	-0.294	0.078
O	0.567	0.246	-0.188
O	0.309	0.092	0.462
O	0.052	0.171	0.651
O	0.443	0.19	-0.273
O	-0.22	-0.266	-0.051
O	-0.255	0.077	-0.695
O	-0.208	0.199	-0.038
O	0.364	0.259	-0.175
O	0.791	0.136	0.169
O	-0.006	-0.314	-0.622
O	-0.341	0.535	-0.135
O	-0.538	0.02	0.565
O	-0.467	0.116	-0.357
O	0.191	-0.451	0.253
O	0.018	0.361	-0.131
O	0.405	-0.136	0.71
O	0.498	0.084	0.184
O	-0.134	0.374	0.049
O	0.202	-0.209	0.184
O	-0.19	-0.254	-0.149
O	-0.051	-0.492	-0.176
O	0.653	0.263	-0.219
O	0.129	-0.158	-0.668
O	-0.349	-0.232	-0.343
O	0.254	0.119	0.848
O	0.049	-0.033	-0.264
O	0.117	-0.123	0.253
O	0.008	0.334	-0.501
O	0.024	-0.427	-0.445
O	0.276	0.323	-0.437
O	-0.26	-0.119	-0.319
O	0.332	-0.11	0.457
O	-0.35	0.225	0.08
O	-0.403	0.468	-0.455
O	-0.103	-0.188	0.44
O	-0.139	0.15	0.185
O	0.022	0.152	-0.302
O	-0.648	0.082	-0.077
O	-0.08	-0.177	-0.656
O	0.651	-0.197	-0.175
O	-0.119	0.483	-0.332
O	-0.535	-0.18	0.488
O	-0.137	0.636	-0.031
O	0.074	-0.227	0.255
O	-0.074	-0.047	-0.032
O	-0.043	-0.479	0.525
O	-0.316	0.465	0.078
O	0.494	-0.184	0.171
O	0.421	0.001	0.814
O	-0.321	-0.227	-0.067
O	0.482	-0.332	0.252
O	-0.192	0.021	-0.173
O	-0.503	-0.31	-0.122
O	-0.327	-0.335	-0.577
O	-0.07	-0.142	-0.172
O	-0.146	-0.395	0.14
O	-0.542	0.294	0.403
O	0.062	0.451	-0.202
O	0	-0.207	-0.175
O	-0.044	0.636	-0.395
O	-0.486	0.049	-0.233
O	0.293	-0.246	-0.063
O	0.396	-0.697	0.188
O	-0.052	0.471	-0.226
O	-0.108	0.235	-0.523
O	0.594	0.029	-0.13
O	0.154	-0.559	-0.188
O	0.455	0.019	-0.329
O	0.125	0.09	0.165
O	0.138	0.172	-0.435
O	-0.68	0.488	-0.146
O	0.129	-0.017	-0.596
O	0.208	-0.069	-0.277
O	0.337	-0.13	-0.535
O	0.138	0.289	-0.056
O	-0.184	-0.113	-0.586
O	0.396	-0.368	0.421
O	-0.139	0.111	0.509
O	0.392	-0.15	-0.865
O	0.033	0.143	-0.171
O	-0.132	-0.062	-0.356
O	-0.132	0.086	-0.142
O	0.031	-0.034	0.642
O	-0.19	0.094	0.555
O	-0.414	-0.457	-0.03
O	-0.076	-0.107	-0.231
O	-0.12	-0.174	-0.13
O	-0.137	-0.441	0.084
O	-0.601	0.141	-0.215
O	-0.296	-0.299	-0.466
O	-0.168	0.513	0.382
O	0.094	-0.141	0.49
O	0.293	0.354	-0.139
O	-0.056	0.353	-0.017
O	-0.126	-0.267	0.341
O	0.296	-0.397	-0.176
O	-0.147	0.128	-0.679
O	0.365	0.289	-0.366
O	-0.3	0.4	-0.217
O	-0.556	0.089	-0.144
O	0.49	0.331	0.217
O	0.079	-0.14	-0.221
O	-0.35	-0.089	-0.086
O	0.31	0.15	-0.696
O	-0.239	0.145	-0.024
O	0.194	-0.294	-0.267
O	0.255	0.585	-0.212
O	0.222	0.145	-0.301
O	0.317	0.143	-0.643
O	0.475	0.376	-0.436
O	0.278	0.415	0.288
O	0.245	0.153	-0.434
O	-0.177	0.128	-0.24
O	0.283	-0.499	0.277
O	-0.301	-0.2	-0.16
O	-0.049	-0.234	-0.169
O	0.015	-0.385	-0.408
O	-0.104	0.489	-0.061
O	-0.16	-0.549	-0.097
O	-0.048	-0.123	-0.006
O	-0.116	0.374	0.55
O	0.063	-0.398	-0.072
O	-0.066	-0.218	0.557
O	0.636	-0.15	-0.112
O	-0.201	0.141	-0.002
O	-0.079	0.258	0.535
O	0.609	-0.284	-0.243
O	0.019	-0.32	0.586
O	-0.184	-0.069	0.402
O	-0.204	-0.617	0.002
O	0.619	-0.07	0.387
O	-0.747	-0.029	0.402
O	0.083	0.481	0.112
O	-0.355	-0.275	0.113
O	0.003	-0.218	-0.543
O	-0.004	0.483	-0.493
O	0.381	0.575	0.006
O	0.339	-0.087	-0.454
O	-0.106	0.119	0.562
O	0.08	-0.636	-0.324
O	-0.114	0.299	0.239
O	-0.032	-0.727	0.511
O	-0.454	0.442	0.187
O	0.121	-0.246	0.453
O	-0.01	-0.112	0.278
O	-0.165	0.304	-0.545
O	-0.432	0.246	-0.354
O	-0.435	-0.246	-0.075
O	0.413	-0.123	-0.033
O	0.159	-0.166	-0.704
O	-0.37	-0.295	-0.477
O	-0.387	0.317	0.544
O	0.525	-0.174	0.009
O	0.564	0.296	0.404
O	0.255	0.6	-0.238
O	0.085	-0.487	0.678
O	0.037	0.434	-0.535
O	0.425	0.519	0.156
O	-0.304	0.502	0.077
O	-0.256	0.193	0.293
O	0.083	-0.074	-0.499
O	0.106	-0.03	0.087
O	0.185	0.267	-0.031
O	0.123	0.317	-0.607
O	0.207	0.09	-0.193
O	-0.514	0.045	-0.079
O	0.595	0.117	0.202
O	-0.245	0.224	0.451
O	0.017	-0.43	0.353
O	0.577	0.272	-0.198
O	0.255	0.028	-0.404
O	-0.234	0.261	0.474
O	0.211	0.369	0.445
O	-0.244	-0.552	-0.419
O	0.181	0.732	0.127
O	0.326	-0.577	0.002
O	0.734	0.086	0.046
O	-0.33	-0.606	0.228
O	0.006	-0.269	-0.153
O	0.408	0.022	0.055
O	0.324	0.12	-0.005
O	-0.209	-0.474	-0.286
O	0.177	-0.271	0.43
O	-0.68	0.044	0.104
O	-0.177	-0.213	0.554
O	-0.066	0.079	0.566
O	0.186	-0.093	0.516
O	0.09	-0.15	0.386
O	-0.07	0.372	0.246
O	-0.033	-0.632	0.166
O	-0.548	0.4	0.111
O	-0.173	0.051	-0.297
O	-0.145	-0.472	-0.042
O	0.026	0.023	0.411
O	-0.497	0.419	0.104
O	0.072	0.079	0.335
O	0.233	0.125	-0.504
O	0.746	-0.067	-0.202
O	0.047	0.085	0.385
O	-0.621	-0.276	0.099
O	-0.348	-0.384	0.196
O	0.036	-0.144	0.115
O	0.419	-0.259	-0.05
O	0.014	-0.374	0.156
O	0.254	-0.5	-0.041
O	-0.314	-0.023	0.451
O	-0.247	-0.151	0.12
O	0.069	-0.178	0.493
O	0.765	0.092	0.241
O	0.379	-0.332	-0.518
O	0.047	-0.286	0.25
O	0.142	-0.221	0.565
O	-0.496	-0.246	0.41
O	-0.107	-0.191	0.255
O	-0.187	0.031	0.34
O	0.026	-0.285	-0.301
O	0.18	-0.01	-0.177
O	0.11	0.215	-0.141
O	-0.347	-0.254	-0.255
O	-0.035	0.576	-0.212
O	-0.053	0.524	-0.651
O	0.525	-0.424	-0.004
O	0.167	-0.098	0.393
O	0.317	-0.463	-0.129
O	-0.167	-0.57	0.1
O	0.044	0.147	0.083
O	0.008	-0.87	-0.116
O	0.151	0.275	0.139
O	-0.28	-0.105	0.001
O	0.008	0.227	0.26
O	-0.283	0.111	0.245
O	-0.039	0.115	-0.49
O	0.004	0.105	0.456
O	0.108	-0.276	-0.061
O	-0.086	-0.196	0.557
O	-0.529	0.591	0.29
O	0.306	-0.334	0.149
O	-0.22	0.155	0.327
O	-0.618	-0.181	-0.215
O	-0.001	0.061	0.49
O	-0.131	-0.107	0.138
O	0.381	-0.349	-0.716
O	-0.405	-0.283	0.386
O	-0.319	-0.146	0.055
O	0.21	0.148	0.322
O	0.13	-0.072	0.361
O	0.093	0.35	-0.053
O	0.241	0.482	-0.619
O	-0.13	0.083	0.504
O	0.367	-0.078	-0.311
O	0.086	-0.211	0.255
O	-0.321	0.304	0.501
O	0.303	0.09	-0.27
O	-0.05	0.133	-0.602
O	-0.159	-0.586	0.14
O	-0.034	0.274	-0.139
O	-0.412	0.446	-0.206
O	0.396	-0.328	-0.067
O	0.314	0.332	0.553
O	-0.353	0.108	0.176
O	0.14	-0.132	0.112
O	-0.086	-0.347	0.59
O	0.234	0.245	0.207
O	-0.581	-0.286	0.027
O	-0.485	0.356	0.2
O	-0.404	0.159	0.252
O	0.014	0.062	0.288
O	-0.274	-0.251	-0.033
O	-0.224	-0.421	-0.329
O	-0.645	0.14	0.417
O	0.272	-0.004	0.118
O	0.516	0.03	-0.084
O	0.173	-0.517	0.202
O	0.507	-0.032	0.492
O	-0.107	-0.623	0.273
O	-0.021	0.045	-0.552
O	-0.06	0.268	-0.716
O	0.103	-0.183	0.034
O	-0.491	0.317	0.205
O	0.548	-0.107	0.216
O	0.012	-0.175	0.655
O	-0.177	-0.192	-0.521
O	0.077	-0.068	-0.113
O	-0.26	0.233	-0.82
O	-0.095	-0.492	0.073
O	0.313	0.264	0.189
O	0.134	-0.097	0.656
O	-0.525	-0.096	-0.165
O	0.315	0.42	0.237
O	-0.168	-0.139	-0.433
O	-0.251	-0.268	-0.26
O	0.75	0.294	0.262
O	0.41	0.259	0.294
O	-0.094	0.117	0.236
O	0.03	0.305	0.015
O	-0.178	-0.47	0.043
O	0.207	-0.278	0.465
O	0.273	0.102	-0.036
O	0.081	0.355	0.092
O	0.06	0.255	-0.301
O	0.236	0.397	-0.332
O	-0.19	-0.212	0.484
O	-0.222	0.04	0.385
O	0.296	0.754	0.142
O	-0.292	0.244	0.2
O	0.123	0.037	0.164
O	-0.133	-0.361	0.468
O	0.026	0.032	-0.594
O	-0.423	0.087	-0.223
O	0.135	-0.017	0.234
O	0.077	-0.224	-0.26
O	-0.297	0.031	0.001
O	0.606	-0.359	0.187
O	-0.005	0.566	-0.149
O	0.164	-0.178	0.443
O	-0.031	0.097	-0.303
O	0.447	-0.212	0.028
O	-0.096	0.511	-0.42
O	-0.326	-0.43	-0.131
O	-0.769	-0.129	-0.074
O	0.513	0.085	0.006
O	0.316	0.006	0.346
O	-0.255	0.202	0.585
O	-0.207	0.181	-0.347
O	0.004	-0.115	0.159
O	0.504	0.138	0.303
O	-0.002	-0.095	0.452
O	0.632	0.153	0.233
O	-0.208	0.705	0.186
O	-0.176	0.175	0.236
O	-0.11	-0.314	0.337
O	0.008	0.017	0.167
O	-0.289	0.669	-0.461
O	0.034	0.11	-0.12
O	0.465	0.65	0.214
O	-0.253	0.036	-0.01
